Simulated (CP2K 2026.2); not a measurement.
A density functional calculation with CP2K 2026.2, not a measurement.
Periodic cell of 2016 atoms, Si1440O576, from a study of silicon, its oxide and their interface. The atomic structure is a simulated model.
Doubt: the forces sum to 4.71 eV/angstrom along one axis rather than to zero, so they err by at least 0.0023 eV/angstrom per atom on average; the grid cutoff is modest.

Settings: functional PBE; method Gaussian and plane waves; basis set DZVP-MOLOPT-SR-GTH; pseudopotentials GTH-PBE; grid cutoff 300 Ry, relative cutoff 40 Ry; k points Gamma only; occupations fixed; spin none; net charge 0.

Cell vectors (angstrom)
a	65.28	0	0
b	0	16.32	0
c	-0.0414	-0.6418	33.377

Atoms and the computed forces on them: element, x, y, z (angstrom), force x, y, z (eV/angstrom)
Si	1.588	-1.309	0.482	-0.013	-0.021	0.567
Si	4.353	1.323	0.513	0.05	-0.01	0.578
Si	2.126	3.425	0.008	-0.118	0.236	0.814
Si	4.518	6.657	0.135	-0.353	0.15	0.651
Si	1.073	-6.167	-0.016	0.196	-0.206	0.862
Si	3.82	-3.366	0.038	0.04	-0.274	0.8
Si	6.509	-0.824	0.218	0.04	-0.051	0.741
Si	9.839	1.051	-0.026	-0.149	0.256	0.669
Si	6.811	4.405	0.099	0.318	-0.34	0.582
Si	9.524	7.235	0.228	0.052	-0.26	0.716
Si	7.21	9.376	0.126	-0.223	0.161	0.687
Si	9.863	12.025	0.384	-0.01	0.087	0.729
Si	12.205	-1.08	0.091	0.104	-0.183	0.671
Si	15.014	1.629	0.268	-0.018	-0.232	0.634
Si	12.704	3.705	0.248	-0.077	0.017	0.752
Si	15.424	6.197	0.086	-0.112	0.206	0.754
Si	11.983	9.772	0.347	0.23	0.047	0.745
Si	15.37	-4.318	0.109	-0.396	0.351	0.722
Si	18.092	-1.775	0.198	-0.06	0.166	0.822
Si	19.855	1.944	0.267	0.03	-0.207	0.79
Si	17.648	4.091	0.568	0.04	0.01	0.55
Si	20.345	6.736	0.152	-0.162	0.221	0.736
Si	17.489	-6.692	0.306	0.199	-0.249	0.792
Si	20.228	12.31	0.559	-0.033	0.012	0.561
Si	22.866	-1.397	0.533	-0.011	0.167	0.686
Si	25.721	1.152	0.363	-0.001	0.173	0.725
Si	22.55	4.462	0.144	0.189	-0.185	0.791
Si	25.729	6.543	0.162	-0.192	0.343	0.693
Si	22.307	10.07	0.197	0.199	0.013	0.704
Si	25.095	12.829	0.196	0.27	-0.239	0.844
Si	28.105	-0.863	0.084	0.133	-0.318	0.687
Si	31.215	1.716	0.432	-0.318	0.004	0.494
Si	28.035	4.369	0.298	0.239	-0.261	0.771
Si	31.317	6.482	0.167	-0.244	0.243	0.765
Si	28.227	9.61	0.057	0.023	-0.078	0.763
Si	31.331	-4.425	-0.088	-0.105	0.184	0.736
Si	34.113	-1.689	-0.187	-0.137	0.184	0.767
Si	36.695	1.28	-0.222	-0.202	0.104	0.814
Si	33.515	4.325	0.452	0.186	0.09	0.65
Si	36.626	6.658	-0.144	-0.118	0.294	0.803
Si	33.472	-6.742	0.015	0.203	0.001	0.769
Si	36.307	-3.978	-0.174	0.17	-0.108	0.77
Si	39.683	-1.84	-0.253	-0.227	0.266	0.767
Si	41.942	1.39	-0.384	0.045	-0.065	0.774
Si	38.956	4.514	-0.268	0.288	-0.302	0.752
Si	-23.417	7.147	-0.221	0.077	-0.205	0.703
Si	39.658	-6.951	-0.109	-0.219	-0.054	0.726
Si	-23.324	-4.009	0.007	0.133	-0.132	0.729
Si	-20.603	-1.651	-0.039	-0.105	0.403	0.517
Si	-18.088	1.535	-0.242	0.189	-0.085	0.635
Si	-20.201	3.865	-0.123	-0.251	0.03	0.675
Si	-18.106	6.779	-0.184	0.289	-0.035	0.608
Si	-20.171	-7.121	-0.223	-0.105	0.262	0.734
Si	-17.256	11.859	-0.304	-0.264	0.249	0.797
Si	-14.342	-1.624	-0.29	-0.264	0.023	0.654
Si	-12.257	1.368	0.13	0.265	-0.1	0.636
Si	-14.592	3.584	0.008	-0.249	0.231	0.697
Si	-11.873	6.266	-0.041	-0.138	0.366	0.746
Si	-15.139	9.481	-0.298	0.316	-0.144	0.723
Si	-12.172	12.402	-0.18	-0.019	-0.14	0.669
Si	-9.045	-1.65	0.158	-0.138	0.146	0.802
Si	-6.374	1.179	-0.074	-0.098	0.139	0.746
Si	-9.49	4.137	-0.034	0.241	-0.221	0.658
Si	-6.686	6.92	0.116	-0.046	0.033	0.497
Si	-9.003	-7.31	-0.303	-0.099	0.144	0.707
Si	-6.888	-3.975	-0.124	0.319	-0.26	0.654
Si	-3.323	-2.024	-0.069	-0.206	0.233	0.786
Si	-0.606	0.778	0.047	-0.115	0.029	0.766
Si	-4.371	4.785	-0.329	0.118	-0.265	0.728
Si	-1.319	7.038	0.04	0.063	-0.018	0.761
Si	-3.287	-6.877	-0.083	-0.396	0.016	0.637
Si	-1.109	-4.068	0.509	0.03	-0.002	0.648
Si	2.923	0.037	1.796	0.023	0.008	-0.029
Si	5.757	2.822	1.54	0.042	0.033	-0.022
Si	2.912	5.354	1.255	-0.024	-0.019	-0.052
Si	5.605	8.254	1.432	0.007	0.05	-0.047
Si	2.824	-5.203	1.254	0.055	-0.006	-0.14
Si	5.465	-2.512	1.485	0.028	-0.037	-0.124
Si	8.256	0.109	1.463	0.044	-0.017	-0.072
Si	10.992	2.614	1.395	-0.059	-0.008	-0.075
Si	8.384	5.533	1.408	-0.003	0.011	-0.015
Si	10.941	8.258	1.73	0	-0.03	-0.003
Si	8.238	10.905	1.59	-0.016	-0.022	-0.033
Si	11.074	-2.657	1.482	0.023	0.053	-0.027
Si	13.713	0.057	1.479	0.008	0.008	-0.045
Si	16.308	2.727	1.833	-0.019	-0.015	-0.026
Si	13.741	5.357	1.525	-0.025	0.037	-0.085
Si	16.295	-8.325	1.452	-0.063	0.032	-0.071
Si	13.674	-5.366	1.426	0.05	0.014	-0.022
Si	16.403	-2.741	1.516	-0.021	-0.027	-0.101
Si	18.983	0.053	1.451	0.011	-0.007	-0.059
Si	21.518	2.911	1.588	0.052	0.013	-0.087
Si	18.996	5.567	1.692	0.065	0.007	-0.043
Si	21.446	8.331	1.523	0.045	-0.092	-0.035
Si	18.901	10.838	1.735	-0.016	-0.018	-0.046
Si	21.561	-2.688	1.899	-0.003	0.007	-0.047
Si	24.209	0.075	1.733	-0.009	-0.033	-0.03
Si	26.919	2.763	1.566	-0.012	-0.011	-0.047
Si	24.188	5.475	1.517	-0.04	-0.022	-0.054
Si	26.88	8.234	1.379	-0.022	-0.062	-0.064
Si	24.111	11.062	1.434	0.045	-0.041	-0.077
Si	26.977	-2.575	1.324	0.041	-0.011	-0.044
Si	29.673	0.234	1.453	0.028	0.002	-0.031
Si	32.474	2.887	1.898	0.057	0.024	0.088
Si	29.702	5.46	1.52	-0.031	-0.028	-0.045
Si	32.36	-8.172	1.457	-0.007	-0.011	-0.029
Si	29.719	-5.43	1.336	0.006	0.039	-0.075
Si	32.46	-2.74	1.163	-0.006	0.022	-0.042
Si	35.264	-0.055	1.141	-0.043	0.039	-0.039
Si	37.924	2.816	1.067	0.054	0.023	-0.03
Si	35.217	5.551	1.388	0.049	0.006	-0.021
Si	37.927	-8.094	1.079	0.063	-0.019	-0.076
Si	35.136	-5.503	1.183	-0.045	0.021	-0.051
Si	37.977	-2.827	1.087	-0.044	0.007	-0.031
Si	40.735	-0.111	1.011	-0.074	0.054	-0.07
Si	-21.919	2.709	1.013	0.013	-0.008	-0.055
Si	-24.625	5.53	1.044	0.01	0.003	-0.026
Si	-21.8	-8.154	1.149	0.006	-0.003	-0.034
Si	-24.501	-5.521	1.325	0.008	0.011	-0.033
Si	-21.881	-2.85	1.415	-0.042	-0.051	-0.031
Si	-19.242	-0.029	1.06	0.007	-0.064	-0.028
Si	-16.365	2.534	1.115	-0.071	0.001	-0.013
Si	-19.106	5.33	1.316	-0.001	-0.038	-0.005
Si	-16.339	7.934	1.012	-0.047	0.004	-0.041
Si	-18.951	10.795	1.028	-0.001	0.069	-0.049
Si	-16.15	-2.744	0.888	0.003	0.006	-0.036
Si	-13.456	-0.184	1.337	-0.036	-0.003	0.018
Si	-10.628	2.57	1.291	0.006	0.03	-0.008
Si	-13.512	5.249	1.267	0.007	-0.004	-0.03
Si	-10.696	8.005	1.052	-0.013	0.001	-0.076
Si	-13.465	10.732	0.94	-0.016	0.028	-0.042
Si	-10.725	-2.804	1.308	-0.018	-0.024	-0.015
Si	-7.797	-0.088	1.343	0.026	0.045	-0.043
Si	-5.224	2.886	1.033	0.052	-0.01	-0.006
Si	-8.001	5.391	1.3	-0.025	0.026	-0.025
Si	-5.144	8.343	1.151	0.063	0.023	-0.01
Si	-8.016	-5.619	1.12	-0.038	-0.005	-0.041
Si	-5.14	-2.939	1.162	-0.062	0.027	-0.06
Si	-2.408	-0.204	1.227	-0.049	0.037	-0.065
Si	0.326	2.56	1.294	-0.052	0.04	-0.082
Si	-2.631	5.503	1.189	0.001	-0.067	-0.055
Si	0.225	8.286	1.279	0.026	0.018	-0.076
Si	-2.454	-5.542	1.639	-0.064	0.046	-0.015
Si	0.223	-2.671	1.747	0.027	0.012	-0.012
Si	1.494	1.413	2.96	-0.04	0.013	0.061
Si	4.264	4.151	2.795	-0.015	-0.002	0.032
Si	1.542	6.795	2.578	0.001	-0.007	-0.003
Si	4.163	9.653	2.645	-0.071	0.007	0.02
Si	1.603	-4.075	2.928	0.033	-0.035	0.051
Si	4.263	-1.321	3.066	0.023	-0.023	0.086
Si	7.047	1.47	2.923	-0.026	-0.024	0.04
Si	9.688	4.091	2.749	0	-0.04	-0.008
Si	6.956	6.857	2.806	-0.002	-0.015	0.022
Si	9.549	9.587	3.033	-0.007	0.015	0.027
Si	6.825	12.336	2.782	-0.028	0.036	0.022
Si	9.584	-1.349	2.789	0.016	0.02	0.028
Si	12.291	1.326	2.881	0.021	0.034	0.024
Si	14.936	4.098	3.085	-0.032	0.014	0.043
Si	12.362	6.784	2.855	0.041	-0.027	0.023
Si	14.938	-6.855	2.786	0.021	0.02	0.031
Si	12.376	-4.021	2.876	-0.005	-0.034	-0.003
Si	15.018	-1.352	2.839	-0.003	-0.004	-0.035
Si	17.668	1.279	2.997	0.065	0.004	0.02
Si	20.308	4.213	3.062	-0.007	-0.02	0.052
Si	17.606	6.853	3.013	-0.008	0.023	0.013
Si	20.235	9.529	3.084	-0.006	-0.017	0.04
Si	17.581	12.242	3.025	-0.019	0.028	0.062
Si	20.242	-1.19	3.032	-0.058	0.013	0.053
Si	22.888	1.523	2.956	-0.042	0.012	0.004
Si	25.565	4.133	2.897	0.008	0.025	0.035
Si	22.917	6.952	2.833	-0.022	0.005	0.015
Si	25.563	9.645	2.722	-0.016	0.014	0.027
Si	22.969	12.253	3.085	0.016	-0.019	0.056
Si	25.689	-1.321	2.908	0.018	-0.026	0.055
Si	28.346	1.47	2.917	0.013	0.024	0.029
Si	30.998	4.21	3.041	-0.033	0.034	0.067
Si	28.319	6.906	2.776	-0.009	0.016	0.041
Si	31.026	-6.776	2.772	-0.009	-0.013	0.018
Si	28.358	-4	2.65	0.005	0.027	0.02
Si	31.114	-1.315	2.58	0.01	-0.006	-0.034
Si	33.965	1.288	2.7	0.066	-0.029	0.005
Si	36.612	4.087	2.595	-0.007	-0.014	0.024
Si	33.847	6.877	2.763	-0.027	0.001	0.032
Si	36.586	-6.786	2.53	-0.012	-0.011	-0.03
Si	33.82	-4.091	2.583	-0.028	-0.008	0.026
Si	36.662	-1.396	2.502	-0.031	-0.024	0.002
Si	39.343	1.349	2.348	0.013	-0.009	0.053
Si	-23.247	4.105	2.385	-0.027	0.021	-0.004
Si	-25.971	6.85	2.482	0.011	0.01	0.028
Si	-23.091	-6.837	2.611	0.018	-0.014	0.038
Si	-25.964	-4.137	2.543	-0.016	0.015	0.024
Si	-23.24	-1.353	2.569	0.001	0.045	0.018
Si	-20.548	1.353	2.449	-0.014	-0.017	0.005
Si	-17.623	3.985	2.527	0.022	-0.038	0.032
Si	-20.51	6.741	2.541	-0.008	0.025	0.004
Si	-17.645	9.381	2.416	0.004	0.016	0.036
Si	-20.337	12.098	2.495	0.021	-0.084	0.022
Si	-17.665	-1.423	2.279	0.011	-0.004	-0.021
Si	-14.976	1.194	2.518	0.045	0.029	0.023
Si	-12.095	3.925	2.609	0.018	-0.023	0.051
Si	-14.929	6.689	2.456	0.017	0.017	0.007
Si	-12.101	9.419	2.369	0.022	-0.008	-0.021
Si	-14.847	12.152	2.337	-0.016	0.02	0.025
Si	-12.063	-1.466	2.678	0.011	0.023	0.02
Si	-9.262	1.242	2.631	0.012	0.002	0.008
Si	-6.599	4.035	2.586	0.002	-0.024	0.001
Si	-9.426	6.723	2.585	-0.014	-0.007	0.068
Si	-6.6	-6.797	2.581	-0.003	0.005	-0.008
Si	-9.374	12.06	2.54	0.048	0.007	0.043
Si	-6.453	-1.511	2.595	-0.021	-0.061	0.06
Si	-3.84	1.368	2.398	0.004	-0.02	0.01
Si	-1.189	4.04	2.471	0.015	-0.019	-0.01
Si	-3.921	6.869	2.605	0.029	0.041	0.01
Si	-1.076	-6.892	2.879	0.043	-0.024	0.022
Si	-3.964	-4.189	2.762	-0.024	0.027	0.04
Si	-1.243	-1.339	2.911	-0.045	0.026	0.044
Si	0.112	0.028	4.238	0.034	-0.022	0.016
Si	2.899	2.802	4.194	0.024	0.003	-0.015
Si	0.123	5.44	3.926	-0.014	0.002	-0.031
Si	2.857	8.184	4.008	0	0.013	-0.031
Si	0.207	-5.462	4.207	0.005	-0.003	0.002
Si	2.885	-2.715	4.323	-0.016	0.016	0
Si	5.645	0.103	4.276	-0.004	0.015	-0.032
Si	8.358	2.823	4.248	-0.001	0.018	-0.004
Si	5.584	5.509	4.17	0.026	-0.02	0.007
Si	8.214	8.171	4.288	-0.01	-0.015	0.016
Si	5.491	10.938	4.132	-0.01	-0.001	-0.027
Si	8.222	-2.683	4.177	0.012	0.006	-0.028
Si	10.916	-0.017	4.222	0.003	-0.001	-0.037
Si	13.557	2.7	4.328	-0.024	-0.011	-0.016
Si	10.978	5.432	4.193	-0.011	-0.004	-0.006
Si	13.631	-8.146	4.25	0.013	0.015	-0.016
Si	10.972	-5.352	4.261	0.001	0.006	-0.011
Si	13.674	-2.68	4.261	0.002	-0.012	0.012
Si	16.29	-0.036	4.327	-0.021	0.007	-0.013
Si	18.982	2.734	4.334	0.028	-0.019	-0.058
Si	16.3	5.47	4.381	-0.003	-0.014	-0.03
Si	18.917	8.179	4.419	-0.012	-0.007	0.008
Si	16.227	10.829	4.282	0.01	-0.047	-0.052
Si	18.928	-2.658	4.341	0.007	0.011	-0.056
Si	21.64	0.113	4.359	0.018	-0.014	-0.002
Si	24.298	2.796	4.318	0	0.007	0.011
Si	21.687	5.574	4.332	-0.008	0.031	-0.042
Si	24.319	8.264	4.19	0.016	0.001	-0.025
Si	21.628	10.883	4.395	0.018	0	-0.004
Si	24.388	-2.683	4.32	0.043	-0.002	-0.036
Si	27.045	0.048	4.245	-0.043	0.018	0.011
Si	29.708	2.766	4.301	-0.026	-0.013	0.034
Si	27.012	5.505	4.169	0.03	-0.02	-0.038
Si	29.706	-8.11	4.163	0.02	-0.014	-0.01
Si	27.023	-5.365	4.07	0.003	-0.003	-0.001
Si	29.774	-2.665	4.01	-0.012	0.013	0.002
Si	32.525	-0.036	4.009	-0.029	0.002	-0.008
Si	35.303	2.707	4.002	-0.008	0.041	0.007
Si	32.508	5.551	4.192	0.013	0.001	-0.018
Si	35.269	-8.091	4.013	0.012	-0.008	-0.007
Si	32.487	-5.411	4.027	0.026	0.01	-0.017
Si	35.257	-2.732	3.9	0	0.004	-0.036
Si	38.016	0.013	3.829	0.017	-0.001	-0.015
Si	-24.572	2.704	3.763	-0.022	-0.024	-0.015
Si	-27.277	5.463	3.904	0.005	0.009	-0.038
Si	-24.553	-8.183	3.882	-0.038	-0.003	-0.027
Si	-27.324	-5.457	3.919	0.018	-0.016	0.011
Si	-24.601	-2.74	3.887	0.009	0	-0.015
Si	-21.831	-0.007	3.873	0.016	0.006	0.008
Si	-19.088	2.65	3.812	-0.022	0.027	-0.017
Si	-21.882	5.384	3.848	-0.007	-0.002	0.009
Si	-19.056	8.097	3.823	0.018	0.025	-0.006
Si	-21.718	10.833	3.917	-0.008	0.019	0.023
Si	-18.982	-2.772	3.747	0.011	0.033	0.002
Si	-16.362	-0.142	3.814	-0.042	0.007	-0.001
Si	-13.556	2.578	3.865	0.001	-0.01	-0.012
Si	-16.266	5.359	3.864	-0.019	-0.026	0
Si	-13.518	8.09	3.755	0.001	-0.003	0.002
Si	-16.255	10.807	3.729	-0.011	0.017	-0.043
Si	-13.533	-2.859	3.849	-0.02	-0.038	-0.011
Si	-10.7	-0.069	3.966	-0.011	-0.01	0.015
Si	-7.964	2.672	3.954	-0.013	0.039	0.015
Si	-10.785	5.361	3.937	0.005	-0.008	-0.007
Si	-8.009	8.105	3.888	-0.016	0.009	-0.029
Si	-10.792	10.747	3.858	-0.006	-0.009	-0.022
Si	-7.972	-2.842	3.879	0.017	0.008	-0.033
Si	-5.186	-0.008	3.891	0.018	0.027	-0.059
Si	-2.536	2.69	3.893	-0.018	-0.015	-0.023
Si	-5.284	5.451	3.937	-0.005	0.014	-0.019
Si	-2.558	8.095	4.09	-0.058	0.025	0.011
Si	-5.348	-5.498	4.079	0.019	-0.032	0.033
Si	-2.619	-2.777	4.126	0.003	-0.014	-0.032
Si	1.384	-1.384	16.424	0.001	-0.005	0.01
Si	4.044	1.351	16.465	-0.014	0	0.01
Si	1.349	4.079	16.405	-0.007	0.011	-0.001
Si	4.078	6.768	16.497	0.023	-0.004	0.02
Si	1.317	-6.784	16.4	-0.016	0.021	0.005
Si	4.069	-4.031	16.468	-0.003	0.016	0.01
Si	6.73	-1.329	16.459	-0.007	-0.015	0.013
Si	9.465	1.451	16.484	-0.005	-0.002	-0.008
Si	6.768	4.096	16.529	0.021	0.003	0.024
Si	9.496	6.867	16.502	-0.001	0.023	0.022
Si	6.777	9.541	16.485	-0.012	0.01	0.011
Si	9.46	-4.099	16.417	-0.009	0.007	-0.012
Si	12.231	-1.336	16.407	0.004	0.003	-0.028
Si	14.953	1.355	16.466	0.02	-0.005	0.013
Si	12.221	4.109	16.45	0.005	0.004	0.006
Si	14.934	-9.581	16.551	-0.003	-0.022	0
Si	12.185	-6.868	16.499	-0.014	-0.01	-0.004
Si	14.921	-4.115	16.438	-0.023	0.02	-0.012
Si	17.699	-1.402	16.495	0.012	0.018	-0.01
Si	20.366	1.289	16.499	-0.003	-0.026	0.015
Si	17.624	4.065	16.542	-0.022	-0.001	-0.005
Si	20.366	6.76	16.534	-0.008	-0.013	0.019
Si	17.676	9.466	16.51	-0.011	0.001	0.014
Si	20.364	-4.133	16.555	-0.018	0.008	0.025
Si	23.097	-1.409	16.49	0.005	-0.018	0.007
Si	25.855	1.357	16.455	0.003	0.001	0.007
Si	23.132	4.029	16.435	0.005	0.001	-0.01
Si	25.866	6.782	16.402	0.009	0.004	-0.002
Si	23.082	9.501	16.496	0.015	-0.017	0.01
Si	25.854	-4.099	16.441	-0.002	0.008	0.009
Si	28.639	-1.341	16.416	-0.011	-0.002	0.001
Si	31.38	1.356	16.379	0.023	-0.003	0.025
Si	28.635	4.087	16.392	-0.008	0.009	0.006
Si	31.321	-9.562	16.323	-0.021	-0.02	0.006
Si	28.606	-6.8	16.361	-0.011	0.004	-0.002
Si	31.366	-4.054	16.35	-0.016	0.022	0.014
Si	34.079	-1.347	16.304	0.02	-0.009	-0.005
Si	36.788	1.343	16.254	-0.002	-0.031	0.027
Si	34.028	4.051	16.296	-0.034	0.02	0.009
Si	36.776	-9.497	16.196	0.014	-0.036	0.014
Si	34.081	-6.812	16.247	-0.004	-0.015	0.009
Si	36.819	-4.037	16.176	0.019	-0.009	0.007
Si	39.506	-1.382	16.154	0.004	-0.01	0.002
Si	-23.086	1.344	15.99	-0.004	-0.005	0
Si	-25.803	4.082	16.073	0.014	-0.009	-0.014
Si	-23.06	-9.513	15.991	-0.002	-0.004	-0.002
Si	-25.773	-6.738	16.109	0.007	0.016	0.004
Si	-23.097	-4.08	16.156	-0.01	-0.006	0.019
Si	-20.377	-1.377	15.974	-0.008	-0.021	-0.012
Si	-17.655	1.331	15.996	0.009	-0.011	0.007
Si	-20.316	4.094	15.992	0.026	0.008	-0.001
Si	-17.661	6.823	16.08	0.017	0.01	0.036
Si	-20.34	9.556	16.052	0.01	0.015	0.004
Si	-17.645	-4.123	16.05	-0.017	-0.007	0.018
Si	-14.952	-1.372	16.032	0.008	0.001	0.005
Si	-12.262	1.342	15.95	0.008	0.014	0.003
Si	-14.985	4.149	15.955	0.036	0.011	-0.003
Si	-12.33	6.861	16.059	-0.007	0.001	-0.011
Si	-14.982	9.553	16.171	-0.01	-0.008	0.029
Si	-12.264	-4.072	16.171	-0.012	-0.006	0.031
Si	-9.527	-1.371	16.063	0.002	-0.001	0.008
Si	-6.78	1.367	16.128	-0.007	0.007	0.007
Si	-9.522	4.113	16.02	0.011	0.017	-0.032
Si	-6.829	6.832	16.148	0.012	0.003	0.007
Si	-9.589	9.584	16.111	0.017	0.018	0.007
Si	-6.836	-4.095	16.192	0	0.007	0.009
Si	-4.11	-1.382	16.239	-0.001	0.011	0.004
Si	-1.393	1.345	16.284	-0.003	0.013	-0.003
Si	-4.075	4.107	16.21	0.007	0.015	0.003
Si	-1.421	6.808	16.341	0.001	-0.005	0.007
Si	-4.124	9.503	16.263	-0.007	0.012	0.009
Si	-1.357	-4.092	16.363	-0.007	0.01	0.008
Si	2.758	-0.072	17.846	0.047	0.003	0.027
Si	5.366	2.718	17.858	-0.008	-0.017	0.004
Si	2.702	5.388	17.851	-0.015	-0.032	0.016
Si	5.474	8.13	17.843	0.02	-0.016	0.006
Si	2.643	-5.376	17.756	-0.028	-0.01	-0.012
Si	5.422	-2.679	17.896	-0.005	0.013	0.007
Si	8.055	0.085	17.777	0.003	0.007	0.003
Si	10.842	2.838	17.821	-0.025	0.02	0.021
Si	8.143	5.516	17.845	-0.023	-0.023	0
Si	10.835	8.161	17.962	-0.004	-0.011	0.083
Si	8.111	10.931	17.85	0.03	0.039	-0.005
Si	10.842	-2.711	17.67	-0.001	-0.007	-0.028
Si	13.615	-0.03	17.782	-0.026	-0.013	0.026
Si	16.227	2.725	17.89	-0.01	-0.012	0.01
Si	13.561	5.367	17.909	0.024	0.008	0.008
Si	16.352	-8.244	17.864	0.025	-0.012	0.025
Si	13.57	-5.496	17.769	0.02	0.017	0.018
Si	16.31	-2.792	17.771	-0.011	-0.009	-0.007
Si	19.009	-0.052	17.913	0.011	-0.016	0.057
Si	21.784	2.637	17.778	0.025	-0.008	-0.034
Si	18.998	5.392	17.909	-0.006	0.036	0.027
Si	21.733	8.12	17.88	0.023	0.032	0.02
Si	18.997	10.8	17.925	0.028	0.015	0.01
Si	21.739	-2.768	17.894	0.004	0.023	0.006
Si	24.466	-0.025	17.796	-0.034	0.01	0.017
Si	27.267	2.744	17.752	-0.029	0.003	-0.015
Si	24.518	5.388	17.748	0.017	0.014	-0.02
Si	27.226	8.175	17.717	-0.027	-0.043	0.014
Si	24.424	10.909	17.814	0.007	0.062	-0.022
Si	27.283	-2.745	17.736	0.008	-0.006	0.018
Si	30.045	0.009	17.777	-0.008	-0.051	0.027
Si	32.737	2.696	17.778	0.013	0.025	0.027
Si	30.008	5.418	17.778	0.002	0.011	0.06
Si	32.699	-8.174	17.605	0.039	0.007	-0.008
Si	30.018	-5.454	17.683	-0.008	0.013	0.002
Si	32.749	-2.689	17.714	-0.051	-0.023	0.04
Si	35.444	-0.007	17.686	-0.01	-0.024	-0.021
Si	38.218	2.72	17.523	0.025	0.005	0.047
Si	35.402	5.462	17.558	0.009	0.015	0.014
Si	38.189	-8.094	17.477	-0.027	0.003	-0.002
Si	35.527	-5.45	17.514	0.02	0.007	-0.005
Si	38.159	-2.69	17.587	-0.009	0.008	0.027
Si	40.907	0.001	17.427	0.012	0.034	-0.009
Si	-21.664	2.68	17.259	-0.017	-0.026	0.01
Si	-24.427	5.48	17.344	0.015	0.012	0.03
Si	-21.71	-8.152	17.332	-0.014	-0.031	-0.016
Si	-24.453	-5.439	17.571	-0.008	-0.006	0.053
Si	-21.697	-2.662	17.417	-0.005	0.026	-0.004
Si	-19.023	-0.054	17.331	0.039	0.003	0.016
Si	-16.28	2.743	17.272	0.003	-0.023	0.014
Si	-19.016	5.456	17.426	-0.06	-0.022	0.042
Si	-16.335	8.154	17.532	0.004	-0.002	0.025
Si	-18.961	10.855	17.47	0.026	-0.027	0.043
Si	-16.304	-2.738	17.386	0.015	-0.003	-0.035
Si	-13.586	0.008	17.352	0.006	-0.02	0.02
Si	-10.907	2.714	17.25	-0.019	-0.054	-0.001
Si	-13.743	5.537	17.393	-0.03	0.061	0.048
Si	-11.043	8.289	17.407	-0.058	0.011	-0.01
Si	-13.669	10.947	17.591	0.043	0.042	0.023
Si	-10.883	-2.657	17.481	0.012	0.004	-0.001
Si	-8.131	-0.052	17.404	0.033	-0.006	0.011
Si	-5.436	2.736	17.51	-0.026	-0.013	0.003
Si	-8.209	5.461	17.435	-0.006	-0.027	0.037
Si	-5.552	8.185	17.602	0	0.001	0.02
Si	-8.25	-5.418	17.538	0.003	-0.02	-0.006
Si	-5.473	-2.763	17.578	-0.03	-0.017	0.03
Si	-2.788	-0.003	17.614	-0.002	-0.016	-0.014
Si	-0.062	2.695	17.668	-0.029	-0.02	0.001
Si	-2.832	5.472	17.68	-0.013	0.011	0.051
Si	-0.055	-8.179	17.724	-0.01	0.011	-0.017
Si	-2.745	-5.501	17.647	0.021	0.012	-0.006
Si	0	-2.734	17.768	0.032	-0.008	0.056
Si	1.264	1.286	19.018	-0.022	0	-0.027
Si	4.019	4.004	19.3	0.027	-0.028	0.001
Si	1.292	6.79	19.105	0.01	-0.009	-0.017
Si	4.037	-6.765	19.003	0.009	0.023	0.002
Si	1.35	-4.051	19.241	0.021	0.001	-0.051
Si	4.142	-1.354	19.384	-0.012	0.05	0.029
Si	6.705	1.374	19.246	-0.011	0.004	-0.007
Si	9.55	4.271	19.234	0.063	0.022	-0.043
Si	6.848	6.815	19.316	-0.054	0.03	-0.009
Si	9.43	9.612	19.265	0.016	-0.024	-0.009
Si	6.846	-3.975	19.264	0.026	0.002	0.015
Si	9.507	-1.293	18.946	-0.004	-0.04	-0.04
Si	12.262	1.429	19.024	0.04	0.026	-0.078
Si	14.854	4.001	19.362	-0.012	-0.031	0.024
Si	12.205	6.693	19.284	-0.058	0.011	-0.017
Si	14.952	-6.86	19.112	-0.004	0.013	-0.037
Si	12.155	-4.1	19.003	-0.032	0.006	-0.065
Si	14.969	-1.457	19.113	0.012	0.008	-0.029
Si	17.542	1.314	19.2	0.001	-0.013	-0.047
Si	20.378	3.91	19.122	-0.016	-0.023	-0.018
Si	17.65	-9.589	19.344	-0.015	0.004	-0.071
Si	20.363	9.436	19.309	-0.026	-0.02	0.013
Si	17.538	-4.173	19.214	-0.009	-0.037	0.005
Si	20.397	-1.422	19.287	-0.015	0.018	-0.031
Si	23.114	1.327	19.203	0.005	-0.034	-0.032
Si	25.929	4.114	19.124	0.026	0.009	-0.006
Si	23.121	6.667	19.116	-0.041	-0.005	-0.034
Si	25.79	9.499	19.052	-0.006	-0.011	-0.042
Si	23.058	-4.134	19.301	0.004	-0.025	0.013
Si	25.853	-1.43	19.053	-0.002	-0.027	-0.045
Si	28.635	1.383	19.086	0.037	-0.011	-0.025
Si	31.339	4	19.191	-0.023	-0.001	-0.04
Si	28.632	6.864	19.066	0.001	-0.002	-0.037
Si	31.398	-6.823	19.014	-0.006	-0.007	-0.008
Si	28.693	-4.107	19.064	-0.022	0.025	-0.043
Si	31.444	-1.315	19.183	0.037	-0.027	-0.043
Si	34.169	1.351	19.147	-0.026	0.04	0.015
Si	36.85	4.13	18.817	-0.006	0.016	-0.054
Si	34.028	-9.532	18.964	-0.02	-0.015	-0.021
Si	36.879	-6.769	18.917	0.002	0.025	0.016
Si	34.203	-4.137	18.891	0.009	0.026	-0.018
Si	36.838	-1.342	19.041	0.03	-0.008	-0.008
Si	39.608	1.313	18.86	-0.003	-0.017	-0.006
Si	-23.023	4.055	18.529	-0.015	-0.006	-0.067
Si	39.624	-9.408	18.765	0.051	0.019	-0.021
Si	-23.022	-6.903	18.793	-0.052	-0.021	-0.041
Si	39.485	-4.033	18.984	0	-0.033	-0.017
Si	42.317	-1.245	18.824	0.025	0.019	0.001
Si	-20.376	1.305	18.654	-0.038	-0.004	-0.062
Si	-17.608	4.033	18.676	0.023	0.017	-0.016
Si	-20.404	-9.449	18.754	0.006	0.008	-0.023
Si	-17.68	9.476	18.955	0.013	-0.028	0.016
Si	-20.321	-4.026	18.719	-0.001	0.038	-0.02
Si	-17.692	-1.423	18.703	-0.03	-0.001	-0.006
Si	-14.943	1.405	18.637	0.009	0.022	-0.033
Si	-12.347	4.061	18.487	0	-0.048	-0.079
Si	-15.033	6.82	18.999	0.005	0.004	-0.01
Si	-12.337	9.561	18.969	0.005	-0.02	-0.011
Si	-14.998	-3.899	18.944	-0.014	0.006	0.031
Si	-12.217	-1.236	18.8	0.027	0.038	-0.01
Si	-9.515	1.385	18.581	-0.002	0.005	-0.081
Si	-6.799	4.129	18.799	0.029	0.028	-0.031
Si	-9.685	6.875	18.614	0.009	0.025	-0.074
Si	-7	9.494	18.951	-0.001	-0.046	-0.029
Si	-9.534	-3.975	18.883	0.022	0.029	-0.018
Si	-6.816	-1.351	18.897	-0.026	0.028	-0.04
Si	-4.134	1.392	18.95	0.006	0.017	0
Si	-1.434	4.081	18.984	-0.013	-0.001	-0.036
Si	-4.264	6.845	19.042	0.033	-0.039	-0.042
Si	-1.424	-6.839	19.084	-0.019	0.022	-0.009
Si	-4.174	-4.198	18.953	-0.017	-0.036	-0.021
Si	-1.472	-1.365	19	-0.007	0.011	-0.04
Si	-0.142	0.002	20.387	-0.006	0.008	0.025
Si	2.586	2.48	20.509	0.052	0.015	0.039
Si	-0.062	5.374	20.403	0.012	-0.023	0.038
Si	2.691	8.196	20.36	-0.006	-0.019	0.032
Si	-0.088	-5.507	20.493	-0.005	-0.001	0.01
Si	2.734	-2.7	20.761	-0.062	-0.003	0.03
Si	5.574	-0.014	20.857	-0.048	-0.067	0.023
Si	8.138	2.837	20.383	0.014	0.022	0.013
Si	5.431	5.408	20.646	0.062	-0.055	0.023
Si	8.235	8.22	20.751	-0.011	-0.033	0.037
Si	5.402	-5.455	20.391	-0.026	-0.01	0.014
Si	8.333	-2.517	20.507	-0.038	-0.019	0.074
Si	10.894	0.047	20.219	0.007	0.016	0.009
Si	13.417	2.604	20.681	0.001	0.031	0.124
Si	10.868	5.504	20.862	-0.026	-0.035	0.083
Si	13.621	8.11	20.461	0.004	0.01	0.078
Si	10.834	11.031	20.521	-0.046	0.014	0.102
Si	13.576	-2.878	20.335	0.062	0.006	0.025
Si	16.151	-0.042	20.552	0.025	0.029	0.057
Si	18.99	2.592	20.515	-0.007	-0.031	0.023
Si	16.222	5.364	20.714	0.027	0.051	0.078
Si	19.063	-8.252	20.758	-0.017	-0.017	0.012
Si	16.203	-5.565	20.607	0.029	0.005	0.057
Si	18.872	-2.798	20.521	0.045	0.079	0.047
Si	21.752	0	20.673	-0.04	-0.01	0.016
Si	24.638	2.667	20.436	0.016	-0.044	0.056
Si	21.772	5.236	20.427	0.067	0.01	0.038
Si	24.446	8.081	20.405	0.016	0.011	0.043
Si	21.672	10.792	20.718	0.036	0.025	0.117
Si	24.49	-2.703	20.525	-0.049	-0.019	0.012
Si	27.304	-0.083	20.303	-0.025	0.01	0.033
Si	29.854	2.691	20.617	-0.005	0.123	0.08
Si	27.237	5.568	20.459	-0.034	0.026	0.021
Si	30.023	8.224	20.431	-0.04	0.003	0.041
Si	27.206	10.868	20.311	-0.028	0.032	0.01
Si	30.141	-2.831	20.479	0.01	-0.015	0.018
Si	32.819	0.064	20.642	-0.014	-0.035	0.072
Si	35.668	2.775	20.334	-0.018	-0.026	0.084
Si	32.762	5.419	20.451	0.002	-0.015	0.018
Si	35.447	-8.126	20.196	-0.007	0.032	0.068
Si	32.93	-5.559	20.252	0.045	-0.052	0.041
Si	35.528	-2.847	20.338	0.041	-0.031	0.003
Si	38.206	0.105	20.362	-0.006	0.055	0.069
Si	41.092	2.732	20.016	0.037	-0.046	0.05
Si	38.217	5.603	20.024	-0.057	0.036	0.038
Si	41.032	-8.275	20.313	0.013	-0.074	0.055
Si	38.191	-5.484	20.431	0.047	0.003	0.031
Si	40.951	-2.556	20.156	-0.013	0.027	0.063
Si	43.659	0.118	20.257	-0.029	-0.075	0.067
Si	-19.03	2.686	19.917	0.007	-0.03	0.059
Si	-21.807	5.422	19.927	-0.005	0.001	0.103
Si	-19.133	-8.232	20.328	0.008	0.081	0.035
Si	-21.654	-5.445	19.971	0.031	-0.024	0.001
Si	-19.012	-2.729	20.176	0.006	0.02	0.026
Si	-16.439	0.141	19.879	-0.057	0.025	0.022
Si	-13.547	2.739	19.959	-0.005	0	0.074
Si	-16.41	5.274	20.248	0.1	0.04	0.017
Si	-13.652	8.187	20.485	-0.003	-0.031	0.049
Si	-16.334	10.95	20.291	0.003	0.015	-0.003
Si	-13.648	-2.338	20.273	-0.034	0.034	0
Si	-10.808	0.176	20.06	0	-0.041	0.115
Si	-8.184	2.688	19.947	0.032	-0.048	0.053
Si	-11.052	5.44	19.772	0.027	0.026	0.051
Si	-8.515	8.112	20.177	0.024	0.069	0.045
Si	-10.999	-5.209	20.203	-0.077	0.033	0.01
Si	-8.167	-2.672	20.32	0.037	-0.037	0.074
Si	-5.489	0.042	20.293	-0.002	-0.034	0.053
Si	-2.826	2.756	20.348	0.015	0.022	0.041
Si	-5.709	5.492	20.385	0.013	0.05	0.012
Si	-2.834	-8.17	20.424	-0.035	-0.047	0.081
Si	-5.616	-5.513	20.327	-0.005	0.012	0.043
Si	-2.822	-2.813	20.272	0.04	-0.022	0.024
Si	0.857	-1.608	21.784	0.499	0.272	-0.678
Si	3.798	1.035	22.02	0.151	-0.098	-0.792
Si	1.072	3.778	21.741	0.1	0.079	-0.734
Si	4.185	7.071	21.747	-0.027	-0.229	-0.702
Si	1.584	-6.596	21.738	-0.221	-0.154	-0.759
Si	3.926	-4.464	21.912	0.211	0.4	-0.672
Si	7.584	-0.852	22.037	-0.429	-0.202	-0.781
Si	9.597	1.466	21.511	0.063	0.052	-0.574
Si	7.051	4.206	21.922	-0.285	-0.008	-0.725
Si	10.023	7.395	22.171	-0.136	-0.224	-0.723
Si	6.429	-7.024	21.794	0.249	0.069	-0.695
Si	10.032	-3.46	21.838	-0.117	-0.285	-0.718
Si	12.269	-1.348	21.449	0.047	-0.002	-0.507
Si	14.406	0.845	21.924	0.117	0.126	-0.719
Si	11.762	3.614	22.09	0.17	0.194	-0.754
Si	15.088	7.044	21.961	-0.1	-0.255	-0.739
Si	12.252	9.575	21.623	-0.007	0.01	-0.507
Si	14.423	-4.543	21.797	0.139	-0.028	-0.699
Si	17.733	-1.191	21.807	-0.109	-0.104	-0.697
Si	20	1.014	21.954	0.247	0.132	-0.724
Si	17.897	4.154	21.852	-0.242	-0.094	-0.713
Si	20.235	-10.043	21.841	0.076	0.392	-0.737
Si	17.374	-7.105	21.992	0.238	0.208	-0.813
Si	20.218	-4.063	21.941	-0.13	-0.26	-0.725
Si	23.536	-0.988	21.857	-0.26	-0.241	-0.699
Si	25.874	1.103	21.7	0.09	0.153	-0.695
Si	23.255	3.971	21.753	-0.07	0.028	-0.669
Si	26.183	7.265	21.747	-0.173	-0.305	-0.714
Si	23.102	9.285	21.898	-0.219	-0.008	-0.681
Si	26.141	-3.891	21.681	-0.439	-0.353	-0.652
Si	28.424	-1.694	21.568	0.379	0.246	-0.793
Si	31.276	1.382	21.991	-0.015	-0.109	-0.782
Si	28.735	4.477	21.86	-0.126	-0.299	-0.673
Si	31.111	6.571	21.693	0.16	0.088	-0.81
Si	28.433	9.471	21.671	0.219	0.069	-0.675
Si	31.893	-4.016	21.594	-0.313	0.015	-0.677
Si	34.031	-1.712	21.712	0.002	0.276	-0.722
Si	37.481	2.001	21.681	-0.249	-0.324	-0.766
Si	34.579	4.382	21.583	-0.321	-0.179	-0.768
Si	36.703	-9.594	21.425	0.25	0.149	-0.708
Si	34.337	-6.78	21.774	-0.212	-0.098	-0.73
Si	36.511	-4.47	21.81	0.22	0.066	-0.765
Si	39.618	-1.259	21.616	0.102	0.191	-0.646
Si	42.756	1.937	21.531	-0.163	-0.225	-0.754
Si	39.667	4.186	21.065	0.105	0.057	-0.571
Si	41.954	-10.152	21.559	0.071	0.367	-0.676
Si	40.014	-6.576	21.536	-0.392	-0.287	-0.678
Si	42.145	-4.236	21.242	0.126	0.261	-0.711
Si	45.216	-1.139	21.539	-0.317	-0.129	-0.603
Si	-17.985	1.161	21.299	0.057	0.048	-0.74
Si	-20.379	4.089	21.117	-0.076	-0.029	-0.622
Si	-18.171	-10.086	21.494	0.083	0.079	-0.759
Si	-20.314	-6.519	21.541	-0.102	-0.301	-0.636
Si	-18.018	-4.332	21.582	0.219	0.153	-0.686
Si	-15.101	-0.757	21.49	0.342	0.104	-0.583
Si	-11.765	1.951	21.267	0.013	-0.142	-0.815
Si	-14.739	4.061	21.445	-0.271	-0.156	-0.675
Si	-12.489	6.295	21.386	-0.009	0.399	-0.659
Si	-14.722	10.003	21.739	-0.216	-0.393	-0.629
Si	-12.538	-3.962	21.544	0.243	0.19	-0.725
Si	-9.332	-0.982	21.455	-0.04	-0.092	-0.841
Si	-7.16	1.223	21.461	0.208	0.036	-0.727
Si	-9.632	4.121	21.007	0.042	-0.048	-0.579
Si	-7.639	6.407	21.542	0.292	0.075	-0.701
Si	-9.746	9.66	21.495	0.033	-0.098	-0.717
Si	-6.515	-3.766	21.66	-0.348	-0.223	-0.79
Si	-4.282	-1.554	21.546	0.098	0.271	-0.681
Si	-1.223	1.653	21.693	-0.222	-0.14	-0.805
Si	-4.057	4.339	21.601	-0.179	-0.218	-0.791
Si	-1.727	6.454	21.644	0.118	0.211	-0.786
Si	-4.392	-6.964	21.735	0.084	-0.004	-0.717
Si	-1.326	-3.926	21.705	-0.275	-0.343	-0.678
Si	-1.451	-3.846	-4.822	0.023	-0.029	0.003
Si	9.136	1.057	-3.065	0.069	-0.047	0.179
Si	5.72	3.672	-6.561	0.02	0.168	0.037
Si	4.124	-7.895	25.789	0.128	0.077	-0.029
Si	1.237	-7.281	24.775	0.092	0.158	-0.081
Si	5.628	-5.572	24.182	-0.09	0.073	-0.235
Si	8.83	-2.457	24.28	0.055	0.076	-0.191
Si	12.867	3.94	25.087	-0.048	-0.004	-0.168
Si	6.162	6.174	26.177	0.031	-0.068	-0.045
Si	13.647	-0.738	-2.524	-0.005	0.021	0.051
Si	10.957	-1.674	-7.135	-0.072	0.026	-0.004
Si	9.199	-3.842	-2.475	-0.081	-0.047	0.129
Si	14.97	1.726	24.914	-0.037	-0.064	-0.145
Si	22.029	7.283	24.135	0.116	0.013	-0.123
Si	16.109	-2.941	23.891	0.077	0.013	-0.159
Si	19.953	7.755	-7.059	-0.012	-0.024	-0.158
Si	18.326	-5.171	24.217	0.027	-0.005	-0.108
Si	15.579	-0.481	-7.129	0.066	0.063	-0.079
Si	22.365	0.459	26.194	-0.015	0.089	0.065
Si	21.634	2.498	24.07	-0.121	-0.014	-0.096
Si	17.363	3.634	24.835	0.06	-0.016	-0.109
Si	30.991	-2.459	-5.035	0.058	-0.096	-0.046
Si	24.386	-4.657	-6.709	-0.107	0.206	0.014
Si	19.816	-6.558	-4.627	-0.078	-0.05	-0.064
Si	27.225	4.37	24.735	-0.039	0.116	-0.213
Si	-28.75	4.577	-6.942	-0.018	-0.067	-0.138
Si	24.693	5.85	23.849	-0.082	0.011	0.02
Si	27.401	-4.801	-6.524	-0.053	-0.015	-0.025
Si	22.259	-2.826	23.588	0.032	0.169	0.009
Si	-31.681	0.302	25.771	-0.066	0.094	-0.05
Si	-25.618	6.281	25.463	0.075	-0.05	-0.092
Si	-30.358	-1.965	24.592	0.105	0.057	-0.104
Si	32.215	2.565	24.504	-0.076	0	-0.079
Si	-32.301	7.534	23.941	0.07	0.144	-0.169
Si	31.876	-5.038	24.45	-0.033	0.039	-0.032
Si	-27.108	-0.368	-2.309	0.043	0.088	0.076
Si	-27.169	1.817	24.631	-0.088	0.184	-0.22
Si	29.116	-5.426	24.47	0.044	0.054	-0.117
Si	-26.733	6.233	-5.45	0.07	-0.084	0.096
Si	31.684	7.913	-6.61	-0.085	-0.068	-0.037
Si	30.209	-4.337	-2.992	0.004	0.002	0.176
Si	-26.757	-3.34	23.731	-0.152	0.051	-0.107
Si	-22.08	-2.376	23.32	0.153	0.006	0.014
Si	-16.286	8.137	-6.943	-0.032	0.121	0.141
Si	-23.78	0.04	23.444	0.031	-0.032	0.047
Si	-20.607	-7.214	24.384	-0.171	0.008	0.043
Si	-22.947	5.701	24.489	0.027	-0.037	-0.171
Si	-23.726	-1.823	-4.688	0.176	-0.064	-0.026
Si	-15.789	1.766	23.248	0.113	-0.096	-0.136
Si	-11.139	2.5	-5.283	0.047	-0.047	-0.076
Si	-20.561	6.415	-4.609	0.059	0.096	-0.058
Si	-18.161	7.15	24.292	0.039	-0.058	0.037
Si	-15.239	-5.305	24.497	0.063	0.04	-0.148
Si	-17.177	-1.462	26.009	0.064	-0.128	0.044
Si	-9.411	0.987	25.64	0.055	0.011	-0.145
Si	-16.012	2.044	-6.923	-0.198	0.018	-0.132
Si	-11.848	6.437	24.273	0.063	0.019	-0.103
Si	-8.651	-4.03	-6.892	0.019	0.046	-0.217
Si	-16.272	-2.818	23.442	-0.066	-0.106	0.026
Si	-11.373	-1.982	23.666	-0.071	0.01	-0.237
Si	-7.2	-0.029	-6.701	-0.011	0.034	0.025
Si	-1.91	0.988	-6.811	0.045	0.152	-0.066
Si	-6.341	8.041	23.712	0.014	0.103	-0.135
Si	-1.309	7.985	24.221	-0.049	0.047	-0.058
Si	-12.294	-6.202	-4.742	-0.079	0.106	0.023
Si	-12.016	-0.332	-4.474	0.025	-0.033	-0.09
Si	0.661	1.957	25.768	-0.079	0.072	0.041
Si	-3.113	0.282	23.716	0.045	0.027	-0.147
Si	2.867	5.3	23.885	-0.027	-0.08	-0.128
Si	0.029	6.468	-2.653	-0.043	0.061	0.138
Si	-3.787	-4.403	-6.828	-0.021	-0.057	-0.051
Si	-6.782	2.872	-7.142	-0.067	-0.19	-0.025
Si	1.995	6.296	-6.51	0.15	-0.146	-0.131
Si	1.969	4.353	-2.922	0.104	-0.059	0.069
Si	-1.257	-7.779	-4.219	0.115	-0.001	0.024
Si	1.361	-7.214	-2.914	-0.105	-0.014	0.117
Si	1.924	-0.181	24.148	0.093	-0.053	-0.008
Si	0.968	-4.221	-6.655	0.046	0.121	-0.005
Si	6.365	-4.508	-6.387	-0.036	0.02	0.072
Si	8.288	3.418	-5.063	0.05	-0.078	0.067
Si	5.075	-3.413	-2.881	0.047	0.071	0.164
Si	11.899	-4.627	-3.683	-0.034	-0.118	-0.017
Si	7.416	-7.308	-5.372	0.055	-0.002	0.006
Si	14.633	-4.72	-2.719	0.151	0.012	0.148
Si	14.297	6.671	24.983	0.136	-0.036	-0.082
Si	12.759	-6.954	-6.7	0.152	0.022	0.05
Si	8.539	5.762	24.126	0.034	0.034	-0.032
Si	14.209	6.533	-2.86	0.029	-0.006	0.246
Si	11.28	-4.462	-6.804	-0.04	0.042	-0.013
Si	20.082	3.937	26.203	0.021	0.059	-0.024
Si	20.941	-2.057	26.178	-0.032	0.056	0.027
Si	30.591	4.311	-4.479	-0.085	0.082	0.06
Si	16.663	7.423	-4.372	0.037	0.107	-0.04
Si	24.413	-5.043	23.606	0.166	0.08	0.01
Si	18.78	-8.131	-2.196	0.006	-0.095	0.138
Si	19.205	0.291	-3.688	-0.076	0.135	0.041
Si	25.315	0.246	-7.054	0.071	0.086	-0.012
Si	17.894	-4.707	-6.225	0.105	0.1	-0.12
Si	27.553	7.316	-3.919	-0.021	-0.085	0.015
Si	22.606	-5.151	-4.494	0.014	-0.03	-0.008
Si	25.328	-0.481	-4.353	0.052	-0.053	-0.014
Si	29.474	0.004	-2.348	0.167	-0.085	0.16
Si	27.119	-1.721	-6.106	-0.103	0.061	0.098
Si	-32.327	6.071	-4.409	-0.007	0.101	0.115
Si	27.104	1.431	24.566	0.06	-0.126	-0.203
Si	-30.772	-4.756	25.694	-0.032	-0.024	-0.012
Si	27.772	-5.852	-3.83	-0.017	0.009	-0.103
Si	29.691	7.73	-2.112	0	-0.003	0.177
Si	-27.157	-7.289	-4.69	0.07	-0.045	0.049
Si	30.338	-2.958	25.365	-0.037	0.056	-0.051
Si	-30.602	7.784	-2.351	-0.004	-0.033	0.194
Si	-24.844	3.559	25.222	0.029	0.007	-0.047
Si	-27.994	8.038	24.298	-0.103	-0.035	-0.219
Si	-22.075	-0.449	-2.479	-0.03	-0.168	0.142
Si	-30.77	2.529	-1.968	-0.101	-0.088	0.036
Si	-21.23	7.875	-6.961	-0.153	0.123	0.003
Si	-31.174	4.671	24.447	0.046	0.005	-0.087
Si	-22.392	-4.637	-5.057	0.023	0.129	0.048
Si	-26.029	-6.244	24.322	0.038	0.06	-0.072
Si	-20.008	-1.272	-6.941	-0.039	0.014	0.029
Si	-22.838	-1.313	25.896	-0.058	0.01	-0.045
Si	-17.899	6.298	-3.083	-0.011	-0.26	-0.074
Si	-18.705	6.792	-6.647	0.056	-0.148	0.065
Si	-16.986	-3.839	-6.578	0.006	0.103	-0.159
Si	-19.949	-4.253	-7.051	-0.048	0.037	-0.017
Si	-13.422	3.146	-6.972	0.083	0.034	-0.089
Si	-17.333	1.006	-3.21	-0.001	0.014	0.103
Si	-11.087	-2.255	-6.801	-0.038	-0.046	0.046
Si	-14.053	5.505	25.892	0.015	-0.103	0.086
Si	-12.489	-5.478	25.941	-0.025	0.06	-0.106
Si	-11.991	0.857	24.077	0.051	-0.048	0.139
Si	-9.016	-6.909	-6.886	-0.083	0.065	-0.012
Si	-9.722	6.689	-6.912	0.094	0.112	0.028
Si	-5.918	-2.547	-6.722	-0.065	0.097	-0.049
Si	-6.893	7.487	-7.076	0.002	-0.033	-0.113
Si	-2.592	-5.662	23.765	-0.084	0.115	0.003
Si	-10.943	-7.183	24.202	0.027	0.044	-0.07
Si	-7.422	-4.183	-3.059	0.164	-0.071	0.135
Si	-5.389	2.495	23.648	-0.046	-0.026	-0.185
Si	-2.338	7.509	-6.769	0.104	-0.089	0.041
Si	-7.759	-5.5	23.681	-0.018	-0.044	0
Si	-4.494	-0.291	-2.093	0.035	-0.018	0.09
Si	-4.922	7.465	-4.932	-0.014	-0.055	0.054
Si	5.074	3.144	23.955	0.002	0.058	-0.069
Si	2.903	3.549	-5.534	-0.019	0.012	-0.107
Si	-1.77	1.09	-2.804	-0.113	-0.208	0.066
Si	-4.377	4.935	-3.331	0.188	-0.02	0.117
Si	3.379	-7.801	-4.887	0.084	-0.039	-0.012
Si	1.81	-1.388	-6.654	-0.027	-0.015	-0.091
Si	12.102	1.411	-3.508	-0.045	-0.032	0.023
Si	3.536	-3.433	-5.372	-0.069	0.121	-0.102
Si	7.241	5.177	-2.706	0.05	-0.239	0.187
Si	10.162	5.154	-6.907	-0.062	0.072	-0.042
Si	7.002	-5.869	-2.791	-0.028	0.014	0.16
Si	9.893	6.544	-2.617	0.026	-0.054	0.06
Si	4.355	6.488	-2.781	-0.057	0.108	0.109
Si	13.122	-0.424	-5.338	-0.04	0.025	0.085
Si	7.393	-1.484	-2.694	-0.099	0.147	0.066
Si	11.98	4.434	-2.663	0.027	-0.027	0.095
Si	15.504	-6.038	-5.251	-0.103	-0.021	-0.039
Si	10.29	7.952	-5.293	-0.053	-0.131	-0.068
Si	8.766	-3.165	-6.536	0.102	0.022	0.099
Si	18.259	-1.616	-6.051	-0.089	-0.037	0.062
Si	21.085	2.627	-4.863	0.008	-0.109	0.013
Si	17.093	6.496	26.013	0.033	0.028	0.078
Si	26.057	-5.384	-1.752	0.042	-0.05	0.019
Si	16.614	-0.041	-1.943	-0.055	0.08	0.016
Si	12.965	-7.097	-2.414	0.031	0.066	0.017
Si	21.447	0.282	-1.721	0.041	0.015	0.149
Si	24.342	1.361	-2.35	-0.088	-0.064	0.129
Si	23.215	3.864	-2.904	-0.091	0.12	0.112
Si	24.721	6.592	-2.891	0.097	-0.083	0.214
Si	23.105	-2.394	-5.24	0.087	-0.114	-0.124
Si	23.725	-7.06	-2.327	0.026	-0.036	0.04
Si	29.589	2.919	-1.8	0.148	0.019	0.048
Si	-29.877	1.015	-5.387	-0.054	-0.068	0.057
Si	29.07	6.213	-6.36	0.065	-0.028	0.109
Si	31.333	-6.832	-4.206	-0.168	0.043	0.1
Si	29.549	-0.34	24.048	0.018	0.034	-0.121
Si	29.517	-0.053	-5.301	-0.013	0.008	0.073
Si	32.555	0.226	-1.72	-0.057	-0.036	-0.03
Si	31.198	2.138	-6.413	-0.008	0.044	-0.049
Si	-30.517	3.642	-4.607	-0.02	-0.015	0.058
Si	-31.023	-6.659	-4.397	0.053	0.052	-0.001
Si	-29.414	-6.685	-6.865	-0.029	-0.068	0.032
Si	-27.145	-5.324	-2.352	-0.019	0.004	0.137
Si	-26.953	0.915	-5.052	0.118	-0.05	0.052
Si	-21.978	5.281	-2.201	-0.005	0.108	0.098
Si	-24.48	3.405	-2.278	-0.129	-0.026	0.014
Si	-25.21	-5.578	-6.097	-0.045	0.115	0.055
Si	-29.146	-1.703	-4.103	0.148	0.11	-0.036
Si	-21.44	-5.217	-2.284	0.067	0.01	0.173
Si	-26.491	-3.283	-4.597	0.011	-0.114	0.033
Si	-16.606	3.708	-4.449	0.016	0.003	-0.072
Si	-25.34	3.531	-5.213	0.015	0.155	0.049
Si	-27.484	-1.148	25.693	-0.006	-0.012	-0.116
Si	-31.333	-3.547	-4.705	-0.099	-0.098	-0.071
Si	-19.505	-0.819	-3.988	0.011	-0.117	0.077
Si	-14.535	0.152	-2.987	0.081	0.022	0.155
Si	-14.19	3.318	-2.794	-0.06	-0.01	-0.033
Si	-15.653	-7.825	-3.129	0.231	-0.021	0.223
Si	-15.359	-5.839	-5.042	-0.05	-0.054	-0.1
Si	-19.091	-3.191	-2.035	-0.024	-0.007	-0.07
Si	-10.289	-5.33	-2.405	0	-0.107	0.209
Si	-10.509	0.003	-2.059	-0.054	0.071	0.197
Si	-9.788	4.993	-4.348	-0.043	0.021	-0.099
Si	-13.283	7.332	-4.789	-0.061	0.108	0.06
Si	-0.607	-0.85	-4.869	0.043	0.055	-0.111
Si	-12.158	5.468	-2.781	-0.054	-0.042	0.288
Si	-6.463	-1.458	-4.207	0.031	0.003	-0.018
Si	-7.108	3.958	-4.267	0.014	-0.146	-0.103
Si	-2.314	3.214	-4.888	-0.131	-0.099	-0.074
Si	-2.959	-5.648	-2.97	0.097	-0.052	0.189
Si	-0.675	5.018	-6.726	-0.047	-0.095	-0.208
Si	-5.374	-5.797	-4.615	-0.003	0.074	-0.08
Si	-8.408	2.258	-2.26	-0.066	0.067	0.225
Si	1.464	-1.345	5.576	-0.009	-0.004	0.017
Si	4.209	1.422	5.573	-0.003	-0.005	0.026
Si	1.46	4.158	5.435	-0.008	0.008	-0.028
Si	4.186	6.87	5.47	-0.005	0.016	-0.012
Si	1.528	9.462	5.507	0.011	-0.012	-0.021
Si	4.21	12.224	5.624	0.005	-0.01	0.009
Si	6.931	-1.323	5.604	-0.007	0.004	-0.01
Si	9.621	1.386	5.607	0.008	0.014	-0.028
Si	6.91	4.137	5.556	-0.004	0.004	-0.004
Si	9.598	6.791	5.577	-0.002	-0.015	-0.006
Si	6.826	9.568	5.547	-0.019	0.013	-0.001
Si	9.567	-4.023	5.584	-0.011	-0.011	-0.004
Si	12.27	-1.349	5.607	-0.008	-0.008	-0.02
Si	14.935	1.35	5.66	-0.007	-0.011	-0.002
Si	12.24	4.092	5.656	0.011	0.006	-0.003
Si	14.945	6.848	5.685	0.006	0.011	-0.007
Si	12.268	-6.779	5.607	0.001	0.008	-0.012
Si	14.934	12.232	5.652	0.004	-0.001	-0.018
Si	17.601	-1.357	5.737	0.01	-0.008	-0.006
Si	20.319	1.429	5.744	-0.007	0.006	-0.01
Si	17.636	4.079	5.703	-0.002	0.003	0.011
Si	20.314	6.838	5.728	0.014	-0.003	0.005
Si	17.586	9.563	5.718	-0.025	0.008	0.012
Si	20.302	12.302	5.691	-0.006	0.004	0.004
Si	23.028	-1.298	5.643	0.001	0.016	-0.008
Si	25.697	1.405	5.611	0.003	-0.015	-0.013
Si	23.013	4.179	5.685	0.008	0.013	-0.011
Si	25.698	6.884	5.543	-0.013	-0.006	-0.005
Si	23.025	9.537	5.679	-0.007	-0.011	0.008
Si	25.768	-4.061	5.59	-0.004	-0.013	-0.002
Si	28.476	-1.335	5.491	0	-0.03	-0.017
Si	31.192	1.345	5.445	0.022	-0.012	-0.032
Si	28.364	4.16	5.588	-0.028	0.021	-0.002
Si	31.135	6.898	5.518	-0.005	-0.021	-0.004
Si	28.383	-6.716	5.486	-0.042	-0.002	-0.007
Si	31.143	-4.035	5.39	0.001	0.011	-0.02
Si	33.912	-1.392	5.334	0.011	-0.007	-0.021
Si	36.69	1.341	5.294	-0.003	-0.016	-0.008
Si	33.916	4.078	5.381	-0.003	-0.014	-0.005
Si	-28.636	6.811	5.304	0.006	-0.015	-0.014
Si	33.895	-6.745	5.379	-0.02	-0.007	-0.016
Si	-28.665	-4.079	5.285	-0.009	0.007	-0.004
Si	-25.93	-1.35	5.236	-0.013	0.003	-0.001
Si	-23.201	1.374	5.189	-0.013	0.013	-0.016
Si	-25.899	4.06	5.206	0.01	0.012	-0.017
Si	-23.203	6.755	5.232	-0.004	0	-0.006
Si	-25.913	-6.811	5.246	0.009	-0.013	-0.01
Si	-23.152	12.225	5.195	0.006	-0.005	-0.011
Si	-20.395	-1.41	5.13	0.036	-0.013	-0.034
Si	-17.711	1.27	5.158	0.023	0.009	-0.009
Si	-20.448	4.037	5.168	0.018	-0.004	-0.009
Si	-17.672	6.738	5.17	0.003	0.003	0.004
Si	-20.378	9.453	5.235	0.007	-0.011	0.009
Si	-17.623	12.181	5.116	-0.009	-0.017	-0.024
Si	-14.931	-1.464	5.163	-0.002	-0.013	-0.014
Si	-12.153	1.279	5.246	0.005	0.023	-0.006
Si	-14.899	3.993	5.204	0.018	0.005	-0.001
Si	-12.188	6.75	5.203	-0.012	0.009	-0.005
Si	-14.89	9.466	5.12	0.026	0.004	-0.017
Si	-12.156	12.13	5.209	0.006	0.024	0.012
Si	-9.341	-1.462	5.259	0.005	-0.015	-0.007
Si	-6.608	1.297	5.281	-0.012	-0.015	-0.006
Si	-9.385	4.028	5.275	0.002	-0.011	-0.002
Si	-6.681	6.765	5.3	0.009	-0.004	0.01
Si	-9.41	9.441	5.245	0.011	0.016	-0.018
Si	-6.702	12.198	5.377	-0.015	0.017	0.007
Si	-3.948	-1.345	5.401	-0.01	0.002	-0.025
Si	-1.274	1.42	5.458	-0.024	0.005	0.004
Si	-3.921	4.055	5.275	0.037	-0.009	-0.032
Si	-1.217	6.722	5.409	0.013	-0.008	-0.007
Si	-3.949	-6.848	5.4	0.002	0.006	0.003
Si	-1.233	-4.108	5.478	0	0.019	0.024
Si	2.83	0.034	6.899	0.007	-0.001	-0.01
Si	5.546	2.779	6.926	-0.003	0.003	-0.001
Si	2.805	5.504	6.825	-0.014	0.019	-0.017
Si	5.488	8.201	6.908	-0.008	0.008	-0.002
Si	2.823	10.842	6.913	0.016	-0.01	0
Si	5.551	-2.695	6.944	-0.005	-0.018	-0.008
Si	8.249	0.043	6.971	0.008	-0.008	-0.005
Si	10.911	2.732	7.018	-0.003	-0.003	0.009
Si	8.229	5.469	6.956	-0.003	-0.007	0.002
Si	10.91	-8.147	6.955	0.003	-0.001	-0.004
Si	8.199	-5.408	6.918	0.01	0.007	-0.014
Si	10.903	-2.687	6.976	0.01	0.003	-0.001
Si	13.588	-0.004	7.015	-0.009	0.005	-0.003
Si	16.276	2.714	7.035	0.007	0.003	-0.012
Si	13.59	5.461	7.008	-0.008	-0.006	-0.006
Si	16.276	8.183	7.072	0.004	0.012	-0.001
Si	13.581	10.888	7.012	-0.002	0.01	-0.009
Si	16.268	-2.745	7.055	0.015	-0.017	0.003
Si	18.975	0.022	7.059	0	0.007	-0.012
Si	21.698	2.786	7.057	-0.009	0.009	-0.006
Si	18.991	5.436	7.062	0.027	-0.015	-0.013
Si	21.691	8.186	7.056	0	-0.006	-0.003
Si	18.969	10.921	7.047	-0.018	0.007	-0.012
Si	21.696	-2.674	7.015	0.005	-0.009	-0.02
Si	24.395	0.037	6.999	0.018	0.002	0.003
Si	27.072	2.761	6.953	-0.007	0.029	0.008
Si	24.413	5.518	6.987	-0.001	-0.015	-0.008
Si	27.088	-8.098	6.892	0.009	0.01	-0.006
Si	24.419	-5.411	6.976	0.022	-0.012	-0.01
Si	27.151	-2.691	6.901	0.004	-0.004	-0.001
Si	29.853	0.006	6.843	0	0.001	-0.004
Si	32.568	2.725	6.766	0.016	0.005	0.006
Si	29.81	5.496	6.875	0.004	-0.007	-0.002
Si	32.559	-8.084	6.801	-0.005	0.001	0.006
Si	29.813	-5.384	6.808	-0.001	0.008	-0.006
Si	32.555	-2.713	6.744	0.001	0.001	-0.007
Si	35.297	-0.006	6.658	-0.004	0.006	-0.004
Si	-27.236	2.721	6.626	0.009	-0.002	0
Si	-29.982	5.454	6.699	0.008	0.009	-0.01
Si	-27.255	-8.158	6.646	0.003	0	0.004
Si	-29.997	-5.405	6.711	-0.011	0.007	0.006
Si	-27.28	-2.709	6.616	-0.011	0.02	0.001
Si	-24.537	0.004	6.571	0	0.009	0.008
Si	-21.807	2.7	6.552	-0.003	0	0.003
Si	-24.546	5.403	6.599	0.01	-0.011	-0.001
Si	-21.792	8.113	6.558	0.003	0.003	-0.007
Si	-24.519	10.873	6.572	-0.013	0.009	-0.004
Si	-21.768	-2.737	6.528	-0.009	0.008	0.001
Si	-19.06	-0.064	6.535	-0.01	0.003	0.008
Si	-16.317	2.641	6.512	-0.008	0.001	-0.006
Si	-19.058	5.393	6.522	-0.016	0.005	-0.002
Si	-16.281	8.12	6.492	-0.018	0.003	-0.008
Si	-19	10.855	6.519	-0.007	-0.004	0.001
Si	-16.293	-2.796	6.528	0.009	-0.005	0.008
Si	-13.561	-0.089	6.539	0.011	0.002	-0.001
Si	-10.797	2.673	6.594	-0.014	0.009	-0.008
Si	-13.553	5.386	6.556	-0.005	-0.005	0
Si	-10.81	8.096	6.578	-0.002	-0.019	-0.006
Si	-13.55	10.799	6.545	0	-0.002	0.008
Si	-10.789	-2.799	6.568	0.006	-0.009	-0.019
Si	-8.016	-0.056	6.624	0.007	-0.021	-0.008
Si	-5.295	2.697	6.653	0	-0.011	-0.007
Si	-8.054	5.403	6.645	-0.02	0.001	0.008
Si	-5.343	8.112	6.708	0.002	0	0.004
Si	-8.098	10.818	6.658	-0.001	0.014	0.002
Si	-5.344	-2.725	6.714	-0.038	0.02	-0.013
Si	-2.615	0.011	6.785	0.019	0.004	-0.01
Si	0.107	2.773	6.799	-0.014	-0.008	-0.007
Si	-2.607	5.378	6.736	0.016	-0.004	0.001
Si	0.107	8.11	6.805	0.004	-0.002	-0.011
Si	-2.619	-5.476	6.787	0.003	-0.003	0
Si	0.086	-2.732	6.868	0.001	0.003	-0.004
Si	1.435	1.402	8.198	0.006	-0.003	-0.005
Si	4.139	4.137	8.228	0.009	-0.018	-0.011
Si	1.444	6.805	8.222	0.006	0.002	0.013
Si	4.147	9.518	8.305	-0.008	-0.003	0.025
Si	1.435	-4.1	8.225	-0.029	-0.003	-0.002
Si	4.154	-1.345	8.27	-0.008	0.006	0.002
Si	6.855	1.392	8.302	-0.014	-0.001	0
Si	9.534	4.093	8.342	-0.011	-0.017	0.003
Si	6.84	6.834	8.277	0.015	0.012	-0.005
Si	9.533	-6.782	8.295	-0.02	-0.011	-0.008
Si	6.867	-4.063	8.315	0.007	0.019	0.003
Si	9.566	-1.326	8.347	0.016	0.023	0.001
Si	12.252	1.369	8.374	0.016	0.011	0.003
Si	14.934	4.095	8.375	-0.003	0.001	-0.006
Si	12.233	6.82	8.352	-0.001	0.003	-0.007
Si	14.922	9.544	8.401	0.011	0.001	0.003
Si	12.223	-4.065	8.352	-0.022	-0.027	-0.001
Si	14.92	-1.368	8.389	-0.021	-0.013	-0.002
Si	17.627	1.371	8.41	-0.008	-0.002	0.007
Si	20.348	4.103	8.431	-0.009	0	0.007
Si	17.642	6.81	8.401	-0.014	0.002	-0.001
Si	20.338	9.553	8.39	0.024	0.009	-0.005
Si	17.633	-4.068	8.424	0.004	0.004	0.005
Si	20.353	-1.334	8.393	0.004	-0.005	0.003
Si	23.065	1.397	8.374	0.007	-0.004	0.002
Si	25.757	4.124	8.331	0.003	0	0.004
Si	23.062	6.827	8.385	-0.015	0.004	0.007
Si	25.777	-6.772	8.318	-0.017	-0.009	0.014
Si	23.071	-4.051	8.341	0.005	0.004	-0.004
Si	25.797	-1.343	8.29	-0.007	0.005	-0.006
Si	28.5	1.376	8.224	-0.002	0	-0.013
Si	31.215	4.092	8.151	-0.012	-0.014	-0.008
Si	28.472	6.856	8.243	-0.001	-0.001	-0.004
Si	31.198	-6.742	8.167	0.02	0.004	0.005
Si	28.509	-4.052	8.245	0.001	0.009	0.011
Si	31.235	-1.36	8.163	0.001	0.008	0.009
Si	33.961	1.351	8.072	-0.015	0.012	0.004
Si	-28.595	4.079	8.015	-0.013	-0.01	-0.002
Si	33.943	6.818	8.086	-0.022	-0.017	-0.014
Si	-28.611	-6.794	8.023	-0.002	-0.007	0
Si	33.93	-4.065	8.098	0.002	-0.015	0.013
Si	-28.62	-1.362	8.016	-0.003	-0.019	0.004
Si	-25.874	1.355	7.97	0.005	0.01	0.01
Si	-23.152	4.059	7.937	0	0.014	0.014
Si	-25.884	6.784	7.976	-0.006	-0.021	0.001
Si	-23.144	9.5	7.912	0.005	-0.014	-0.007
Si	-25.883	-4.081	7.941	0.018	0	-0.005
Si	-23.14	-1.37	7.893	0.025	0.011	-0.009
Si	-20.425	1.32	7.882	-0.009	-0.002	-0.003
Si	-17.677	4.026	7.864	0.003	-0.006	-0.002
Si	-20.41	6.761	7.896	-0.007	-0.006	0.005
Si	-17.64	9.488	7.867	0.019	0.022	0.001
Si	-20.389	-4.107	7.872	0.007	-0.002	-0.007
Si	-17.665	-1.417	7.875	-0.009	-0.003	-0.001
Si	-14.931	1.301	7.879	0.002	0	-0.008
Si	-12.177	4.047	7.927	0.029	0.011	-0.002
Si	-14.934	6.764	7.877	0.019	-0.008	0.007
Si	-12.185	9.464	7.919	0.01	0.009	0.009
Si	-14.917	-4.137	7.887	-0.006	0.009	0.009
Si	-12.176	-1.421	7.903	-0.011	-0.002	-0.004
Si	-9.426	1.315	7.946	-0.01	0.002	-0.009
Si	-6.69	4.048	8.003	0.001	0.007	-0.005
Si	-9.453	6.762	7.968	0.003	-0.003	0
Si	-6.726	9.485	8.033	-0.001	-0.002	0.001
Si	-9.462	-4.128	7.984	-0.006	-0.012	0.016
Si	-6.71	-1.381	8.058	0.001	-0.001	0.02
Si	-3.994	1.364	8.1	0.003	-0.004	0.013
Si	-1.269	4.08	8.166	0.003	0.002	0.014
Si	-3.983	6.76	8.074	-0.016	-0.001	-0.002
Si	-1.266	-6.835	8.148	-0.013	0.01	-0.004
Si	-3.998	-4.088	8.095	0.033	0.015	-0.004
Si	-1.281	-1.348	8.174	0.011	0.004	0.004
Si	0.072	0.015	9.536	-0.005	-0.011	-0.002
Si	2.779	2.758	9.577	-0.005	0.008	-0.009
Si	0.068	5.439	9.552	0	-0.001	0.008
Si	2.768	8.155	9.627	-0.006	0.007	0.011
Si	0.058	-5.468	9.551	0.007	-0.003	-0.004
Si	2.774	-2.724	9.594	0.006	-0.01	-0.009
Si	5.484	0.023	9.642	0.003	-0.004	-0.004
Si	8.175	2.742	9.695	0.012	0.006	0.008
Si	5.472	5.475	9.633	-0.01	0.013	-0.005
Si	8.174	-8.134	9.662	-0.003	0.006	0.002
Si	5.488	-5.425	9.655	-0.003	-0.015	0.004
Si	8.193	-2.692	9.682	0.01	-0.016	0
Si	10.893	0.02	9.733	-0.004	-0.005	0.011
Si	13.59	2.732	9.734	-0.004	-0.013	0.004
Si	10.876	5.456	9.699	-0.005	-0.001	0.007
Si	13.575	8.166	9.731	-0.003	0.012	0.007
Si	10.865	-5.43	9.693	0.017	0.018	-0.001
Si	13.569	-2.727	9.742	-0.003	0.008	0.002
Si	16.28	-0.008	9.747	0.005	-0.002	-0.002
Si	18.999	2.72	9.761	0.008	0.006	-0.001
Si	16.292	5.441	9.743	0.008	-0.006	-0.006
Si	19.005	8.169	9.749	0.004	-0.012	-0.011
Si	16.285	-5.439	9.765	0.006	-0.002	0.005
Si	19.012	-2.707	9.75	0.002	-0.005	-0.002
Si	21.726	0.02	9.734	0.002	0.017	-0.005
Si	24.436	2.75	9.713	-0.001	0.02	0.009
Si	21.725	5.458	9.757	0.011	-0.009	0.007
Si	24.441	-8.131	9.703	0.007	0.001	0.001
Si	21.727	-5.417	9.715	-0.009	0.002	-0.008
Si	24.455	-2.701	9.675	0.006	-0.001	-0.006
Si	27.171	0.019	9.625	0.002	-0.007	-0.001
Si	29.886	2.734	9.552	0.012	0.011	0.006
Si	27.158	5.477	9.638	-0.007	-0.01	0.001
Si	29.873	-8.116	9.564	-0.006	0.005	0
Si	27.167	-5.41	9.636	0.011	-0.008	0
Si	29.894	-2.698	9.573	0.004	-0.016	0.009
Si	32.616	0.011	9.482	0.008	-0.004	0.006
Si	-29.948	2.726	9.402	-0.001	-0.003	0
Si	32.6	5.459	9.477	0.011	-0.003	0.006
Si	-29.956	-8.145	9.422	0.005	0.003	0.003
Si	32.594	-5.408	9.505	-0.017	0.014	0.009
Si	-29.96	-2.703	9.421	-0.012	0.024	0.003
Si	-27.237	0.005	9.344	-0.001	0.014	-0.002
Si	-24.505	2.711	9.319	0.004	-0.017	0.014
Si	-27.233	5.44	9.367	0.007	0.01	0.004
Si	-24.498	8.156	9.299	0.007	0.004	0.001
Si	-27.225	-5.427	9.346	-0.006	0.009	0.003
Si	-24.499	-2.721	9.276	-0.002	0.003	0.002
Si	-21.779	-0.022	9.262	-0.01	0.002	0.013
Si	-19.047	2.683	9.229	-0.006	0.003	0.001
Si	-21.777	5.427	9.271	0.01	-0.009	0.006
Si	-19.028	8.14	9.221	-0.015	-0.011	-0.006
Si	-21.756	-5.457	9.242	-0.004	0.013	0.001
Si	-19.033	-2.754	9.245	-0.002	0.008	0.018
Si	-16.303	-0.048	9.234	-0.002	-0.005	0.011
Si	-13.569	2.679	9.245	-0.003	0.011	0
Si	-16.311	5.403	9.217	-0.018	0.016	-0.001
Si	-13.574	8.12	9.256	0.004	-0.006	-0.001
Si	-16.296	-5.473	9.244	0.006	-0.015	0.007
Si	-13.562	-2.765	9.25	0.016	-0.015	0.004
Si	-10.825	-0.04	9.274	0.006	-0.005	-0.01
Si	-8.086	2.689	9.331	0.005	-0.009	-0.004
Si	-10.834	5.412	9.308	-0.007	-0.007	0.013
Si	-8.114	8.127	9.357	-0.019	-0.005	0.003
Si	-10.848	-5.486	9.303	-0.008	0.012	0.003
Si	-8.105	-2.759	9.357	-0.011	0.014	-0.005
Si	-5.363	-0.015	9.428	-0.019	0.013	0.002
Si	-2.642	2.706	9.488	0.011	-0.015	0.007
Si	-5.368	5.411	9.411	0.013	-0.022	0.007
Si	-2.653	8.128	9.475	0.011	-0.007	0.001
Si	-5.383	-5.463	9.412	-0.02	-0.002	-0.007
Si	-2.656	-2.733	9.489	-0.006	0.008	0
Si	1.4	-1.354	10.924	-0.005	0.018	-0.007
Si	4.105	1.388	10.968	-0.001	-0.004	-0.007
Si	1.41	4.093	10.944	-0.005	-0.007	0.004
Si	4.108	6.808	11.012	-0.005	0.012	0.01
Si	1.395	9.518	10.957	0.004	0.002	0.011
Si	4.104	-4.074	10.99	0.008	0.009	0.006
Si	6.815	-1.339	11.024	0.001	0.003	0.002
Si	9.516	1.384	11.066	-0.001	0.001	0.004
Si	6.801	4.111	11.022	-0.006	-0.026	0
Si	9.51	-9.501	11.038	0.001	-0.005	-0.014
Si	6.812	-6.791	11.033	0.011	0.015	0.003
Si	9.516	-4.063	11.054	-0.012	0.009	-0.001
Si	12.224	-1.358	11.095	0.005	0.002	0
Si	14.934	1.364	11.094	-0.001	0.009	-0.007
Si	12.219	4.095	11.068	0.002	0.003	-0.011
Si	14.933	6.801	11.087	-0.002	0.004	-0.001
Si	12.216	9.532	11.064	-0.013	-0.018	-0.008
Si	14.929	-4.081	11.108	0.001	-0.008	0.003
Si	17.652	-1.357	11.1	0.003	0.001	-0.001
Si	20.371	1.361	11.102	-0.008	-0.015	0.005
Si	17.648	4.084	11.105	-0.005	-0.008	0
Si	20.366	6.811	11.107	0.005	0.007	0.003
Si	17.645	9.513	11.108	-0.017	0.017	0
Si	20.375	-4.078	11.087	0.014	0.003	0
Si	23.106	-1.356	11.056	0.012	-0.012	-0.007
Si	25.827	1.368	11.019	0.001	0.005	-0.006
Si	23.086	4.086	11.096	-0.015	-0.007	0.014
Si	25.809	-9.507	11.029	-0.007	0.004	-0.002
Si	23.088	-6.781	11.066	0.003	-0.011	0.001
Si	25.819	-4.064	11.024	-0.011	0.003	0.006
Si	28.548	-1.345	10.962	-0.003	0.006	-0.001
Si	31.268	1.361	10.88	-0.001	-0.004	-0.005
Si	28.545	4.09	10.943	0	0.005	-0.011
Si	31.259	-9.505	10.875	-0.007	-0.013	-0.002
Si	28.539	-6.776	10.971	-0.004	0.005	0.005
Si	31.263	-4.063	10.912	0.015	0.006	0.016
Si	33.988	-1.351	10.824	0.001	-0.013	0.005
Si	-28.577	1.361	10.741	-0.004	0	-0.001
Si	-31.3	4.078	10.797	-0.003	0	-0.011
Si	-28.582	-9.52	10.751	-0.003	-0.017	0.003
Si	-31.302	-6.793	10.818	-0.011	-0.01	0.001
Si	-28.573	-4.075	10.74	-0.005	-0.007	-0.004
Si	-25.855	-1.367	10.664	-0.004	0.008	-0.004
Si	-23.132	1.333	10.643	0.013	0.006	0.007
Si	-25.856	4.074	10.7	0.002	0.003	0.006
Si	-23.121	6.802	10.645	0.001	-0.005	0.003
Si	-25.847	9.52	10.677	0.014	-0.014	-0.007
Si	-23.116	-4.091	10.607	0.012	-0.013	-0.013
Si	-20.396	-1.383	10.601	-0.008	0.003	-0.006
Si	-17.67	1.327	10.579	-0.003	0.005	0
Si	-20.399	4.058	10.593	-0.014	0.007	0
Si	-17.667	6.778	10.572	0.009	-0.004	0.001
Si	-20.383	9.505	10.593	0.014	0.001	-0.001
Si	-17.662	-4.11	10.603	0.001	-0.003	0.002
Si	-14.934	-1.397	10.599	0.01	0.004	0.002
Si	-12.203	1.331	10.618	0.011	0.004	0
Si	-14.936	4.063	10.586	0.005	-0.005	-0.002
Si	-12.215	6.788	10.639	0.005	-0.001	0.005
Si	-14.934	9.499	10.602	0.005	0.008	0.003
Si	-12.215	-4.111	10.632	0.004	-0.007	0.007
Si	-9.482	-1.38	10.67	-0.008	-0.004	0.008
Si	-6.747	1.352	10.738	0	-0.004	0.008
Si	-9.466	4.063	10.668	-0.003	0.009	-0.009
Si	-6.756	6.783	10.737	-0.005	0.008	-0.008
Si	-9.491	9.5	10.688	0.009	0.002	-0.002
Si	-6.755	-4.099	10.751	-0.005	0.008	0.008
Si	-4.022	-1.367	10.822	0.004	0	0.012
Si	-1.302	1.36	10.882	0	-0.002	0.005
Si	-4.017	4.076	10.807	0.01	-0.007	0.001
Si	-1.305	6.803	10.883	0.007	-0.004	0.007
Si	-4.036	9.506	10.798	0.003	0.02	-0.011
Si	-1.314	-4.091	10.876	-0.004	0.001	-0.003
Si	2.735	0.013	12.303	0.002	-0.011	-0.011
Si	5.438	2.738	12.362	-0.01	0.008	-0.01
Si	2.737	5.442	12.354	0.004	-0.013	-0.001
Si	5.446	8.171	12.393	-0.003	0.001	0.001
Si	2.743	10.872	12.339	-0.021	-0.008	-0.008
Si	5.439	-2.705	12.36	-0.005	-0.013	-0.008
Si	8.148	0.021	12.407	0.007	-0.002	-0.002
Si	10.854	2.754	12.428	0.004	-0.007	0.002
Si	8.143	5.472	12.397	0.017	0.016	-0.003
Si	10.863	-8.154	12.407	0.007	0.019	-0.006
Si	8.147	-5.422	12.397	0.006	0.002	0.001
Si	10.853	-2.715	12.44	0.002	-0.014	0.01
Si	13.579	0.006	12.445	0	-0.009	0.009
Si	16.3	2.711	12.449	0.004	-0.002	0.004
Si	13.577	5.437	12.432	-0.01	-0.008	0
Si	16.291	8.142	12.455	0.01	-0.012	-0.003
Si	13.575	10.862	12.446	-0.007	0.007	0.003
Si	16.307	-2.729	12.45	0.007	0.014	-0.005
Si	19.022	-0.011	12.453	0.008	0.009	-0.006
Si	21.733	2.715	12.456	0.005	0.001	0.002
Si	19.014	5.433	12.46	-0.001	-0.003	-0.002
Si	21.744	8.169	12.436	0.009	0.012	-0.009
Si	19.021	10.869	12.442	0.006	-0.007	-0.009
Si	21.757	-2.728	12.421	-0.009	0.009	-0.007
Si	24.478	0.002	12.396	0.003	0	-0.007
Si	27.216	2.727	12.342	0.006	0.015	-0.001
Si	24.469	5.451	12.415	0.014	0.003	0.001
Si	27.191	-8.143	12.347	-0.005	-0.01	-0.006
Si	24.465	-5.426	12.401	0.002	0	-0.007
Si	27.202	-2.7	12.353	0.009	0.006	-0.01
Si	29.932	0.016	12.293	0.005	-0.001	0.003
Si	32.652	2.723	12.208	0	0.017	0.001
Si	29.927	5.449	12.27	-0.008	-0.009	0
Si	32.639	-8.149	12.218	0.014	0.012	0.003
Si	29.923	-5.421	12.306	-0.005	-0.001	0.003
Si	32.651	-2.696	12.229	-0.005	0.002	0.004
Si	35.37	0.015	12.149	0.003	0.014	-0.002
Si	-27.211	2.722	12.086	-0.009	-0.014	0
Si	-29.929	5.438	12.137	-0.018	-0.006	-0.004
Si	-27.199	-8.144	12.069	-0.002	0.002	0.003
Si	-29.917	-5.421	12.139	0.004	0.009	-0.005
Si	-27.196	-2.704	12.069	0.012	0.006	-0.01
Si	-24.492	-0.016	12.021	-0.011	-0.009	0.005
Si	-21.751	2.705	11.96	0.003	0.004	0.001
Si	-24.48	5.454	12.021	0.01	0.002	0.003
Si	-21.74	8.17	11.979	0.004	0.004	0.004
Si	-24.461	10.888	12.001	0.006	0.022	-0.004
Si	-21.754	-2.738	11.966	-0.005	-0.001	0.005
Si	-19.024	-0.027	11.95	-0.002	0.001	0.014
Si	-16.309	2.705	11.925	0.001	0.007	-0.007
Si	-19.035	5.433	11.933	-0.012	-0.01	-0.007
Si	-16.318	8.15	11.935	-0.001	-0.011	-0.016
Si	-19.028	10.859	11.967	-0.015	-0.01	0.002
Si	-16.294	-2.755	11.963	-0.008	0.003	0.001
Si	-13.579	-0.028	11.964	-0.004	-0.009	0.007
Si	-10.854	2.706	11.991	0.013	0.002	0.002
Si	-13.601	5.44	11.972	0.016	0.001	0.004
Si	-10.884	8.162	12.026	0.002	-0.002	0
Si	-13.592	10.865	11.978	0.002	0.005	-0.006
Si	-10.862	-2.745	11.993	-0.009	-0.005	-0.016
Si	-8.126	-0.026	12.049	-0.015	0.001	-0.004
Si	-5.399	2.708	12.121	-0.007	-0.006	-0.001
Si	-8.143	5.432	12.069	-0.001	-0.021	0.011
Si	-5.421	8.148	12.128	-0.007	-0.011	-0.001
Si	-8.145	10.858	12.07	-0.018	-0.008	-0.005
Si	-5.403	-2.744	12.139	0.002	0.009	-0.005
Si	-2.665	-0.02	12.21	0.018	0.01	-0.003
Si	0.039	2.717	12.27	0.005	-0.006	-0.002
Si	-2.68	5.432	12.202	-0.002	0	0
Si	0.027	8.152	12.293	-0.006	0.011	0
Si	-2.699	-5.458	12.199	0.004	-0.009	-0.007
Si	0.035	-2.733	12.263	0.003	0.004	-0.004
Si	1.369	1.356	13.665	-0.011	0.01	-0.001
Si	4.08	4.077	13.733	0.002	-0.015	0.008
Si	1.37	6.811	13.7	-0.01	0.004	0.013
Si	4.074	9.524	13.747	0.008	0.015	0.009
Si	1.374	-4.08	13.668	0.007	-0.007	0.002
Si	4.069	-1.337	13.692	-0.007	0.02	-0.017
Si	6.779	1.389	13.747	0.005	-0.005	0
Si	9.492	4.128	13.774	-0.015	-0.008	-0.002
Si	6.787	6.814	13.776	-0.004	-0.001	0.003
Si	9.497	-6.794	13.743	0.011	-0.005	-0.017
Si	6.766	-4.07	13.741	0.001	0.016	-0.003
Si	9.485	-1.339	13.781	-0.014	0.01	0.008
Si	12.202	1.378	13.771	-0.01	0.009	-0.008
Si	14.933	4.071	13.786	0.008	-0.001	-0.014
Si	12.219	-9.514	13.769	-0.005	0.001	-0.014
Si	14.926	9.486	13.811	-0.002	0.004	0.007
Si	12.206	-4.097	13.781	0.008	0.01	0.003
Si	14.959	-1.352	13.785	-0.006	-0.006	-0.004
Si	17.671	1.357	13.801	0.004	-0.022	-0.001
Si	20.369	4.067	13.82	-0.011	0.006	0.009
Si	17.648	6.782	13.814	-0.02	-0.001	-0.002
Si	20.378	9.508	13.798	0.004	-0.001	-0.009
Si	17.663	-4.104	13.801	-0.002	-0.001	-0.001
Si	20.386	-1.397	13.78	0.011	-0.017	-0.007
Si	23.105	1.328	13.774	0.008	0.006	0.005
Si	25.86	4.071	13.72	-0.004	-0.016	-0.006
Si	23.103	6.799	13.783	-0.017	0.009	0.002
Si	25.833	-6.801	13.729	0.002	-0.011	0.003
Si	23.107	-4.088	13.786	0.005	-0.005	0.003
Si	25.854	-1.353	13.745	-0.011	-0.005	0.007
Si	28.591	1.366	13.693	-0.014	-0.002	-0.004
Si	31.301	4.068	13.598	0.005	0.005	-0.013
Si	28.576	-9.522	13.654	-0.006	-0.001	-0.009
Si	31.307	-6.797	13.628	-0.009	0.001	0.011
Si	28.577	-4.063	13.69	-0.018	0.007	0.01
Si	31.314	-1.346	13.629	0.003	-0.006	-0.006
Si	34.031	1.362	13.553	0.007	-0.023	-0.01
Si	-28.566	4.069	13.481	0.003	0.015	0.001
Si	34.014	-9.536	13.539	0.015	-0.023	0.005
Si	-28.534	-6.785	13.464	-0.014	-0.011	0.006
Si	34.034	-4.068	13.548	-0.008	0.009	-0.004
Si	36.749	-1.352	13.476	-0.004	-0.003	-0.005
Si	-25.84	1.343	13.407	-0.002	0.012	0.005
Si	-23.094	4.075	13.325	0.011	-0.01	0
Si	-25.83	-9.507	13.406	0.008	-0.002	0.002
Si	-23.084	9.542	13.355	-0.006	0.008	-0.003
Si	-25.804	-4.071	13.38	0.007	-0.017	-0.017
Si	-23.118	-1.397	13.342	0.018	-0.003	-0.008
Si	-20.377	1.351	13.299	-0.014	0.001	0.005
Si	-17.665	4.079	13.273	0.001	-0.001	-0.01
Si	-20.36	6.809	13.313	0.008	-0.02	0.005
Si	-17.655	9.505	13.32	0.011	-0.009	-0.004
Si	-20.39	-4.095	13.324	-0.006	0.01	-0.006
Si	-17.66	-1.392	13.307	0.017	-0.002	0.002
Si	-14.953	1.354	13.291	-0.006	0.011	0.003
Si	-12.224	4.094	13.32	0.004	-0.003	-0.001
Si	-14.968	6.828	13.317	-0.024	0.025	-0.008
Si	-12.255	9.537	13.373	0	0.014	0.005
Si	-14.943	-4.105	13.349	0.031	-0.025	0.002
Si	-12.236	-1.399	13.335	0.034	-0.006	-0.001
Si	-9.498	1.352	13.363	-0.007	0.006	0.005
Si	-6.773	4.087	13.436	0	-0.003	-0.006
Si	-9.525	6.821	13.395	-0.007	0.005	-0.004
Si	-6.796	9.521	13.464	-0.002	0.008	-0.002
Si	-9.524	-4.085	13.387	0.001	0.013	-0.005
Si	-6.786	-1.374	13.449	-0.005	0.011	0.01
Si	-4.05	1.358	13.509	0.001	0.003	-0.001
Si	-1.325	4.093	13.595	0.009	-0.014	-0.006
Si	-4.068	6.802	13.512	0.019	0.002	-0.012
Si	-1.364	9.52	13.605	-0.008	0.023	0.002
Si	-4.059	-4.089	13.544	-0.01	-0.002	0.003
Si	-1.326	-1.375	13.613	0.004	-0.015	0.012
Si	0.025	-0.03	15.013	0.001	0.007	0.008
Si	2.704	2.704	15.066	0.009	-0.011	0.001
Si	-0.011	5.441	15.027	-0.01	-0.015	0.011
Si	2.722	8.149	15.11	-0.009	0.01	0.009
Si	-0.016	-5.449	14.99	0.01	-0.004	-0.001
Si	2.728	-2.716	15.044	0.005	0.008	-0.004
Si	5.399	0.022	15.078	0.001	-0.009	-0.006
Si	8.113	2.775	15.112	0.011	-0.003	0.001
Si	5.426	5.431	15.119	-0.011	-0.008	0
Si	8.144	8.199	15.12	0.024	0.019	0.003
Si	5.415	10.898	15.121	-0.009	-0.017	-0.002
Si	8.098	-2.704	15.107	0.004	-0.013	0.002
Si	10.827	0.051	15.133	0.016	-0.009	0.012
Si	13.572	2.713	15.126	-0.022	-0.017	0.01
Si	10.849	5.492	15.137	0.026	-0.003	0
Si	13.577	-8.213	15.17	-0.009	0	0.013
Si	10.851	-5.478	15.125	-0.016	-0.003	0.013
Si	13.584	-2.726	15.092	0.005	0.003	0.002
Si	16.334	-0.016	15.15	0.004	0.016	0.015
Si	19.008	2.703	15.188	0	0.008	0.013
Si	16.283	5.412	15.16	0.019	0.009	0.009
Si	19.035	8.127	15.152	0.006	0.011	-0.001
Si	16.312	10.834	15.144	0.001	-0.006	-0.004
Si	19.046	-2.766	15.152	0.012	0.007	-0.003
Si	21.738	-0.047	15.133	-0.013	-0.017	-0.005
Si	24.503	2.697	15.075	-0.01	-0.006	-0.001
Si	21.745	5.431	15.151	0.01	0.001	-0.003
Si	24.471	8.169	15.113	0.01	0.002	0.003
Si	21.73	10.869	15.151	0.001	-0.001	0.005
Si	24.489	-2.719	15.11	0.016	0.006	0.002
Si	27.238	0.014	15.083	0.01	0.001	0.009
Si	29.988	2.718	15.028	0.005	0.025	0.003
Si	27.244	5.436	15.045	0.003	0.008	0.006
Si	29.952	-8.174	14.996	-0.015	-0.013	0.008
Si	27.214	-5.435	15.05	-0.008	0.006	0.002
Si	29.971	-2.7	15.019	-0.003	0.007	-0.001
Si	32.703	0.014	14.962	-0.017	-0.009	-0.002
Si	35.4	2.709	14.911	-0.004	0.022	0.014
Si	32.673	5.418	14.935	0.003	-0.008	-0.003
Si	35.405	-8.155	14.841	-0.002	0.022	-0.002
Si	32.697	-5.417	14.948	0.022	0.007	0
Si	35.406	-2.69	14.877	-0.003	-0.001	0.002
Si	38.118	-0.005	14.834	0.006	0.007	0.007
Si	-24.455	2.731	14.693	0.011	0.005	0.001
Si	-27.192	5.458	14.783	-0.015	-0.009	0.004
Si	-24.448	-8.119	14.717	0.001	-0.011	0.003
Si	-27.147	-5.396	14.77	0.024	0.033	-0.012
Si	-24.447	-2.74	14.76	-0.021	-0.013	0.013
Si	-21.74	-0.019	14.635	0	0.008	0.008
Si	-18.993	2.709	14.636	-0.005	0.028	0.017
Si	-21.71	5.434	14.65	-0.019	-0.004	0.003
Si	-19.01	8.169	14.695	-0.007	0	0.002
Si	-21.74	10.909	14.734	0.011	0.004	0.021
Si	-19.006	-2.763	14.673	-0.008	0.006	0.006
Si	-16.296	-0.022	14.648	-0.011	0	-0.001
Si	-13.611	2.745	14.638	0.011	0.006	0.021
Si	-16.36	5.481	14.636	0.004	-0.024	-0.002
Si	-13.662	8.215	14.715	0.019	-0.01	0.003
Si	-16.297	10.846	14.703	-0.016	0.01	-0.006
Si	-13.584	-2.75	14.721	-0.02	-0.001	0.007
Si	-10.871	-0.031	14.667	-0.013	-0.001	0.007
Si	-8.144	2.709	14.739	-0.013	-0.003	0.015
Si	-10.923	5.483	14.721	0.004	-0.019	0.018
Si	-8.199	8.186	14.794	-0.015	-0.009	0.019
Si	-10.923	10.924	14.742	0.007	-0.011	0.005
Si	-8.16	-2.757	14.767	-0.019	0	-0.001
Si	-5.422	-0.022	14.82	-0.008	-0.01	0.003
Si	-2.709	2.72	14.894	0.007	-0.009	0.003
Si	-5.447	5.448	14.835	-0.003	-0.005	0.01
Si	-2.747	8.148	14.925	-0.007	-0.016	0.005
Si	-5.45	-5.455	14.864	0.004	0.008	0.006
Si	-2.702	-2.747	14.945	0.013	0.004	0.004
O	-1.716	-0.355	-5.941	-0.391	-0.081	0.072
O	-0.424	1.558	-7.109	0.049	-0.065	-0.106
O	2.182	5.698	25.277	-0.378	0.149	0.041
O	3.164	-0.059	23.085	-0.099	-0.659	0.096
O	5.377	2.427	25.349	0.19	-0.613	-0.055
O	-0.14	2.771	22.205	0.088	-0.059	0.427
O	4.196	-6.938	-5.982	0.088	0.248	0.201
O	5.312	8.161	22.224	0.13	0.146	0.642
O	1.175	-7.233	23.164	-0.539	-0.431	0.233
O	0.918	-3.319	26.184	-0.417	0.015	-0.585
O	2.663	-5.455	22.159	0.044	0.139	0.254
O	4.711	-4.486	23.368	-0.196	0.352	0.399
O	6.735	-6.209	23.18	0.718	-0.013	0.221
O	7.711	-1.563	23.512	-0.418	0.086	0.56
O	8.577	0.439	22.297	-0.025	0.192	0.416
O	10.6	2.46	22.38	-0.248	0.051	0.211
O	6.469	3.397	23.208	0.382	-0.43	0.219
O	8.152	5.175	22.655	0.072	0.37	-0.465
O	11.925	-6.2	-3.271	-0.471	-0.249	-0.002
O	11.667	-3.714	25.848	0.467	-0.044	-0.226
O	11.212	-2.357	22.221	0.043	0.2	0.717
O	13.295	-0.341	22.29	0.052	-0.021	0.221
O	14.99	1.422	23.325	0.451	0.268	0.072
O	17.495	3.405	23.241	-0.331	-0.439	0.038
O	12.357	4.058	23.544	0.341	0.493	0.109
O	15.169	0.339	25.697	0.123	-0.037	-0.021
O	16.281	8.073	22.38	0.146	0.091	0.117
O	21.045	6.37	23.247	-0.181	-0.481	0.383
O	18.603	-5.589	-5.07	-0.279	-0.155	0.11
O	14.962	-3.703	23.071	-0.485	0.041	0.479
O	14.023	-6.404	-5.817	-0.042	-0.003	-0.073
O	13.33	-5.675	22.342	-0.276	-0.175	0.463
O	18.878	-0.132	22.327	0.073	-0.12	0.457
O	20.419	1.666	23.394	-0.251	-0.161	0.344
O	22.518	1.557	25.031	0.67	-0.017	-0.028
O	19.99	-7.794	-5.648	-0.118	-0.1	0.11
O	19.016	5.276	22.248	-0.137	0.232	0.404
O	22.386	-7.771	23.183	-0.558	-0.064	0.056
O	17.758	-6.468	23.44	-0.228	-0.072	0.529
O	19.587	-4.688	23.321	0.101	-0.214	0.316
O	23.844	5.301	-3.303	-0.057	0.179	-0.672
O	24.378	-6.257	22.559	0.298	0.039	-0.355
O	25.855	-5.152	-6.287	-0.093	-0.191	-0.05
O	30.219	-1.355	25.132	0.466	0.115	0.262
O	26.698	1.628	23.006	0.565	0.531	-0.105
O	27.91	4.315	23.263	-0.288	-0.039	0.122
O	22.537	3.03	22.86	0.12	-0.45	0.136
O	24.202	5.011	22.564	-0.048	0.106	-0.441
O	25.596	7.037	23.251	0.268	0.457	0.443
O	27.381	-8.012	22.106	-0.06	-0.158	0.241
O	25.535	0.667	-5.496	0.259	0.566	0.241
O	24.059	-3.097	-6.37	0.167	0.36	-0.442
O	27.324	-2.831	21.83	0.073	-0.053	0.149
O	28.635	-1.208	23.084	-0.474	0.025	0.348
O	-31.637	-1.224	25.264	-0.53	-0.311	0.141
O	31.808	2.618	22.937	-0.077	0.751	-0.172
O	-30.921	3.816	23.093	-0.393	-0.518	0.118
O	29.995	5.474	22.169	-0.163	-0.204	0.108
O	31.506	5.522	-3.907	-0.31	0.155	0.579
O	-29.013	-1.559	25.387	-0.206	-0.198	0.42
O	-29.575	5.528	21.855	-0.077	0.03	0.53
O	28.866	-5.998	22.99	0.42	0.464	0.097
O	31.73	-5.07	22.84	-0.335	-0.45	-0.192
O	-29.307	7.968	25.256	-0.463	-0.494	-0.185
O	29.185	-3.785	24.543	-0.529	0.331	-0.036
O	-32.417	-2.798	22.11	0.057	0.146	0.292
O	-27.58	-6.713	24.289	-0.7	0.233	0.073
O	28.21	-5.529	-5.337	0.379	-0.07	-0.233
O	31.107	-0.048	-2.403	-0.009	-0.078	-0.598
O	-26.621	3.144	21.83	0.114	-0.063	0.288
O	-32.542	4.009	25.024	-0.453	0.302	0.538
O	-29.977	4.455	25.486	0.148	0.265	0.122
O	-28.178	7.484	22.809	0.232	-0.002	0.145
O	31.666	7.226	23.064	-0.219	0.33	0.359
O	30.391	6.977	-6.903	0.033	-0.085	-0.275
O	32.453	-2.954	-4.587	0.031	0.007	0.309
O	32.404	7.806	25.438	0.125	0.348	0.093
O	-26.186	-2.546	22.456	-0.042	-0.24	-0.122
O	-22.995	-1.185	22.714	0.203	0.194	-0.58
O	-23.125	1.433	22.971	-0.207	0.439	0.633
O	-21.397	3.071	21.954	-0.11	0.052	0.576
O	-24.607	5.182	21.93	-0.045	0.187	0.509
O	-21.729	5.941	25.532	0.394	-0.416	-0.037
O	-21.194	-6.845	22.904	-0.42	-0.203	0.077
O	-25.379	-7.076	23.091	-0.055	-0.379	0.229
O	-24.24	-5.326	21.689	0.009	0.303	0.365
O	-22.338	-3.771	22.588	0.322	-0.436	0.53
O	-27.352	0.496	-0.963	0.241	-0.172	0.255
O	-17.565	-3.705	23.032	-0.248	-0.077	0.362
O	-18.943	-0.013	21.934	0.024	-0.03	0.457
O	-17.265	1.832	22.59	-0.2	0.355	0.586
O	-16.005	1.74	24.857	0.058	0.075	0.021
O	-19.344	5.124	21.899	0.091	-0.2	0.148
O	-17.152	8.074	25.162	0.113	0.538	-0.326
O	-17.494	6.727	22.894	0.235	0.043	0.167
O	-19.631	8.122	-6.796	0.092	0.53	0.283
O	-19.127	-5.471	21.971	-0.093	-0.175	0.329
O	-22.512	6.182	22.991	0.449	-0.008	0.215
O	-16.536	-1.69	24.552	0.223	0.496	-0.025
O	-14.018	-5.684	25.485	0.039	-0.016	0.371
O	-16.545	0.53	-6.709	-0.088	-0.046	0.541
O	-12.396	1.459	22.659	-0.313	0.037	0.053
O	-10.152	5.641	-5.778	-0.251	-0.127	0.112
O	-8.307	2.169	25.568	0	0.373	-0.153
O	-15.062	3.156	22.784	-0.079	0.237	0.587
O	-13.681	5.251	21.803	-0.178	0.127	0.266
O	-11.522	-5.748	24.667	-0.158	0.564	-0.343
O	-14.486	2.081	-6.391	0.124	-0.233	0.334
O	-13.511	-5.223	21.907	-0.122	-0.079	-0.088
O	-12.087	-3.241	22.946	-0.076	-0.222	0.38
O	-10.798	-2.39	25.097	0.18	0.053	0.222
O	-10.129	-1.542	22.747	0.285	-0.057	0.192
O	-8.235	0.11	22.001	-0.018	0.035	0.256
O	-6.674	2.069	22.765	-0.184	0.366	0.35
O	-10.694	3.112	21.767	-0.289	0.061	0.686
O	-7.48	7.164	22.976	-0.106	0.059	0.571
O	0.462	6.004	-6.199	-0.205	0.541	0.095
O	-5.402	-7.402	-4.423	-0.315	-0.117	0.203
O	-8.664	-4.896	24.876	-0.147	0.035	-0.29
O	-9.704	-2.945	-6.325	0.318	-0.094	0.791
O	-6.839	-4.283	23.172	0.373	0.499	0.577
O	-5.431	-2.605	22	-0.183	0.04	0.168
O	-3.498	-1.044	22.885	0.45	-0.43	0.403
O	-1.838	1.017	23.057	0.172	-0.137	0.669
O	-0.082	3.389	25.509	-0.192	0.288	-0.608
O	-2.914	5.408	22.047	-0.142	-0.152	0.588
O	-1.067	6.907	23.057	0.535	-0.216	0.358
O	0.013	8.052	25.144	0.012	-0.479	0.295
O	2.894	5.128	-5.869	0.515	0.117	0.337
O	-7.478	-7.361	-6.701	0.304	0.386	0.277
O	-3.894	-5.869	22.838	-0.479	0.355	-0.065
O	-1.864	-4.339	23.199	0.342	0.228	0.243
O	-0.19	-2.818	21.969	-0.142	0.075	0.278
O	4.233	4.493	24.185	0.196	0.509	0.478
O	0.885	-0.692	-5.505	0.343	0.232	0.351
O	11.624	4.05	26.111	0.194	-0.255	0.419
O	5.935	-2.047	-3.161	-0.411	0.428	-0.284
O	4.289	7.522	-4.012	0.064	-0.077	0.033
O	-0.006	-6.876	-3.715	0.004	0.285	-0.131
O	7.671	4.532	-4.098	-0.004	0.192	-0.03
O	2.599	-7.918	25.296	-0.075	-0.401	0.429
O	7.213	6.203	24.936	-0.056	0.563	-0.041
O	4.84	6.967	25.649	-0.105	-0.314	-0.071
O	8.098	-3.103	25.536	-0.505	-0.078	-0.027
O	9.022	-7.397	-5.583	0.105	0.234	-0.082
O	4.2	2.231	23.01	-0.045	0.19	-0.003
O	15.278	-0.693	-2.625	0.103	-0.225	-0.141
O	10.144	-1.704	24.938	0.078	0.509	-0.191
O	11.744	-4.449	-5.26	0.094	0.183	-0.034
O	13.279	-3.981	-3.174	-0.079	0.587	0.1
O	16.197	2.668	25.342	0.064	0.161	0.147
O	16.176	-7.384	-4.658	-0.151	0.151	0.284
O	17.025	5.179	25.096	-0.265	0.127	-0.065
O	18.436	7.346	25.643	-0.093	0.388	-0.252
O	13.298	7.837	-3.154	-0.062	0.139	-0.419
O	15.428	6.5	-3.906	-0.18	-0.268	-0.066
O	14.315	-6.224	-2.196	0.502	-0.211	-0.044
O	17.202	-4.025	24.347	-0.074	0.202	0.551
O	18.686	3.322	25.684	-0.114	-0.545	0.17
O	21.148	7.686	25.431	0.258	0.361	0.06
O	27.169	2.862	25.284	-0.004	0	0.986
O	30.916	-0.853	-5.132	0.545	0.339	0.251
O	20.103	6.155	-6.832	0.197	-0.073	0.204
O	23.135	-4.128	23.283	-0.254	-0.243	-0.347
O	18.693	-5.517	25.758	0.48	-0.063	0.103
O	19.657	-7.163	-3.14	0.617	0.012	0.027
O	5.898	5.296	-6.706	0.001	0.158	0.502
O	25.137	-6.705	-1.615	0.065	-0.326	0.547
O	30.98	2.158	25.485	-0.532	-0.208	-0.007
O	21.112	-2.79	22.457	-0.281	0.538	-0.502
O	-24.163	6.693	24.917	0.107	0.477	0.344
O	17.775	-3.143	-5.773	-0.221	-0.116	0.65
O	-14.616	-0.705	-1.61	0.08	0.204	0.022
O	30.597	-5.895	24.975	0.195	-0.713	0.211
O	-21.574	5.485	-3.758	-0.267	-0.118	-0.403
O	21.095	-5.612	-4.597	-0.026	0.191	-0.167
O	19.224	-2.922	-0.216	0.011	0.149	-0.217
O	-31.924	1.405	24.615	0.317	-0.036	-0.416
O	11.67	-7.67	-5.743	0.3	-0.228	0.188
O	28.869	-0.035	-3.832	-0.721	0.073	-0.029
O	-31.486	6.677	-3.156	0.318	-0.238	0.136
O	-26.067	2.137	-5.59	0	-0.156	-0.223
O	2.305	-4.41	-5.755	-0.112	-0.632	0.333
O	-30.712	-7.003	-5.95	-0.49	-0.275	-0.18
O	-9.513	-7.475	24.919	0.252	0.021	-0.145
O	-31.908	1.443	-2.414	-0.142	-0.086	-0.458
O	-0.561	6.23	-1.165	0.263	-0.513	-0.1
O	28.502	3.905	-1.181	-0.402	0.27	-0.643
O	-4.802	-5.46	-6.11	-0.14	-0.389	-0.348
O	-28.22	-3.821	23.218	-0.372	0.246	0.325
O	32.441	1.108	-6.534	0.122	-0.279	0.444
O	-30.332	-2.719	-3.758	-0.166	-0.142	0.52
O	-26.653	-2.367	25.022	0.184	-0.205	0.427
O	10.969	-0.097	-0.371	0.015	0.217	-0.264
O	-27.93	5.898	-6.489	-0.05	0.642	-0.265
O	-24.526	3.917	-6.566	0.271	0.168	0.045
O	-25.591	2.286	24.531	0.278	-0.356	-0.12
O	-31.361	6.223	24.06	0.241	0.061	-0.035
O	-27.184	7.418	-4.432	-0.407	0.032	0.188
O	13.905	5.152	25.399	0.536	-0.272	0.395
O	-0.787	0.034	-3.531	0.231	0.062	0.287
O	-30.982	-3.394	-6.266	-0.139	0.222	-0.14
O	-26.469	0.421	-3.58	0.427	0.243	-0.173
O	-22.622	-2.544	24.844	0.125	-0.846	0.204
O	4.185	7.261	-1.356	-0.337	0.693	-0.256
O	-23.667	-5.254	-5.807	0.172	-0.079	-0.482
O	17.764	0.588	-2.934	-0.004	0.491	-0.427
O	21.734	-1.781	-5.824	-0.056	-0.025	0.244
O	-19.986	-5.889	25.06	0.354	0.087	-0.418
O	21.856	3.451	-3.689	-0.262	-0.155	-0.123
O	9.2	1.502	-1.48	-0.385	0.176	-0.054
O	-29.879	-5.611	22.262	0.304	0.244	0.196
O	-20.578	-1.846	22.956	0.278	-0.094	0.448
O	8.489	-5.236	-2.862	0.517	-0.227	-0.361
O	-14.208	3.911	26.105	-0.176	-0.046	0.057
O	21.26	-5.035	-0.258	0.031	-0.027	-0.552
O	-17.235	2.584	-3.477	-0.205	0.268	0.33
O	-12.288	3.453	-5.884	-0.132	0.58	0.256
O	-17.342	7.348	-5.953	0.301	0.049	0.694
O	-20.799	-6.549	-1.625	0.047	-0.331	-0.489
O	7.491	-3.586	-5.652	-0.005	0.022	0.424
O	-31.502	-7.601	23.113	0.192	-0.115	0.048
O	-16.581	-5.163	25.392	-0.479	-0.341	-0.121
O	-15.894	-2.028	22.111	-0.2	-0.419	-0.314
O	28.556	0.733	24.723	0.097	0.08	0.641
O	23.895	-1.214	-4.5	-0.357	0.237	0.215
O	-25.516	6.886	-6.299	0.498	0.379	0.287
O	-11.595	-1.069	-5.839	-0.159	0.272	-0.221
O	-8.21	5.888	25.995	0.137	-0.513	-0.479
O	-10.279	1.851	-6.452	0.003	-0.213	0.086
O	-12.01	8.009	24.638	-0.434	0.211	0.582
O	-13.237	5.686	24.523	-0.433	-0.226	-0.384
O	-12.287	-3.335	-6.878	-0.616	0.288	0.306
O	-12.254	-7.793	-4.494	0.618	-0.196	0.279
O	-15.008	0.433	22.66	0.456	0.062	0.17
O	-18.512	-4.29	-6.304	0.106	-0.46	0.427
O	-1.159	7.064	-3.563	-0.533	-0.416	-0.015
O	-7.167	-3.552	-6.514	0.111	-0.325	0.474
O	10.285	7.672	-3.695	-0.093	0.498	0.131
O	-8.632	-0.416	25.887	-0.416	-0.342	-0.514
O	-5.82	2.864	25.152	0.033	0.597	0.021
O	-6.356	1.353	-6.748	0.645	-0.036	-0.02
O	-16	-4.42	-5.443	0.137	0.273	0.256
O	-6.857	-6.785	24.097	0.467	-0.088	0.508
O	-4.744	-3.886	25.885	0.096	0.446	-0.743
O	1.918	2.768	-6.548	0.066	-0.395	-0.167
O	17.393	-1.227	-1.163	0.12	-0.381	-0.446
O	-9.709	-6.668	-1.648	0.027	-0.321	-0.651
O	-5.965	7.157	25.027	0.57	-0.39	0.116
O	11.932	2.986	-3.338	0.008	-0.008	-0.241
O	-4.385	1.251	23.663	-0.053	0.068	-0.312
O	18.89	-0.863	-4.773	0.017	-0.217	0.142
O	14.768	6.63	-1.341	0.034	0.371	-0.027
O	1.8	4.419	23.049	-0.158	0.136	0.421
O	13.048	-1.559	-1.248	0.22	-0.452	-0.086
O	-10.698	5.173	-0.363	-0.054	0.064	-0.472
O	-1.735	2.488	-3.583	0.423	0.482	0.1
O	-2.597	-7.063	-3.68	-0.423	-0.46	-0.268
O	-7.414	-0.521	-5.154	-0.592	0.009	0.117
O	-3.245	-5.883	-1.389	-0.406	0.652	-0.124
O	-0.307	-4.57	-5.723	-0.051	-0.569	-0.106
O	-1.121	4.076	-5.512	0.443	0.063	0.44
O	2.311	7.653	-5.728	-0.571	0.107	-0.23
O	2.338	3.256	-4.044	0.132	-0.588	0.011
O	-32.051	-5.585	25.122	0.143	-0.214	0.124
O	-15.028	3.927	-1.531	-0.71	0.367	-0.198
O	-1.306	-7.984	-5.816	0.405	0.36	-0.28
O	1.265	7.522	-2.575	0.51	-0.307	-0.085
O	1.609	-6.47	-1.517	0.529	-0.028	-0.222
O	8.295	6.376	-2.477	-0.265	0.573	-0.135
O	-23.564	-1.04	-6.114	-0.333	-0.144	-0.114
O	-23.636	-0.158	25.057	-0.129	0.471	0.302
O	16.596	5.074	-0.277	-0.048	0.174	-0.466
O	3.296	6.603	23.035	-0.076	0.325	0.19
O	7.286	-1.375	-1.09	0.142	-0.078	0.01
O	5.776	5.768	-2.895	0.098	-0.038	0.026
O	-2.544	7.619	25.19	-0.613	-0.007	0.001
O	-21.545	7.51	-5.378	-0.698	0.415	0.288
O	-26.064	-1.473	-1.779	0.28	-0.41	-0.464
O	10.718	-3.854	-2.942	0.028	0.477	-0.258
O	3.318	2.317	-0.301	0.147	-0.019	-0.352
O	-32.432	-7.229	-3.887	-0.025	-0.429	0.221
O	-27.928	-2.547	-4.805	0.039	0.132	-0.723
O	8.478	-2.579	-3.136	0.151	0.078	-0.703
O	5.944	-4.733	-3.257	-0.084	-0.175	-0.236
O	-15.33	-6.395	23.281	-0.513	-0.542	0.26
O	14.583	-0.744	-5.902	0.238	-0.226	0.167
O	10.662	0.645	-3.459	0.027	-0.512	-0.04
O	-3.83	-1.673	-1.584	0.422	-0.579	-0.44
O	15.683	7.208	25.658	-0.175	0.56	0.386
O	12.854	1.123	-4.919	0.418	0.314	-0.383
O	-25.676	-6.789	-5.132	0.61	-0.323	0.399
O	13.308	5.225	-3.123	0.446	-0.194	-0.68
O	-13.201	6.951	-6.346	0.305	0.123	-0.105
O	-20.852	-0.131	-3.458	0.029	0.674	0.083
O	-6.131	6.839	-5.815	-0.368	-0.636	-0.042
O	26.099	6.635	-3.744	0.021	-0.38	-0.271
O	-31.545	4.798	-5.008	-0.061	0.201	-0.426
O	-23.45	4.141	24.593	0.531	-0.375	-0.449
O	-19.797	-1.559	-5.372	0.125	-0.237	0.078
O	21.64	-2.953	25.046	0.005	-0.211	0.035
O	27.559	-3.212	-6.42	0.43	-0.045	0.198
O	-19.369	6.84	-3.571	-0.101	0.434	0.285
O	20.481	3.75	-5.848	0.126	-0.022	0.259
O	-3.514	4.199	-4.478	-0.222	-0.048	-0.223
O	-17.602	0.813	-1.623	0.157	-0.249	0.038
O	-6.433	-1.841	25.899	-0.038	0.019	-0.714
O	17.995	-7.196	-1.147	-0.117	0.058	-0.263
O	15.336	-2.247	25.114	-0.494	-0.193	0.055
O	-29.387	7.096	-1.534	0.236	-0.016	-0.59
O	22.821	0.788	-2.391	0.095	-0.169	-0.593
O	25.36	0.251	-2.931	0.552	-0.179	0.2
O	23.678	-0.477	26.133	-0.079	-0.557	-0.028
O	13.077	0.789	-2.36	0.028	0.258	0.572
O	25.929	0.614	25.286	-0.49	-0.012	0.056
O	22.692	-3.564	-4.212	-0.319	0.228	0.692
O	13.036	-1.272	-3.942	0.043	-0.62	-0.046
O	31.211	-5.275	-3.845	0.257	0.153	-0.234
O	26.481	-1.593	-4.612	0.161	-0.495	0.355
O	28.591	6.752	-2.797	-0.289	-0.449	0.312
O	28.958	1.438	-1.814	-0.579	-0.03	0.103
O	-27.128	0.283	25.081	0.127	-0.105	-0.038
O	7.98	-0.076	-3.254	-0.259	0.037	-0.256
O	28.85	-1.134	-1.367	-0.15	-0.636	-0.479
O	32.711	7.062	-5.672	0.545	0.223	-0.049
O	29.98	-3.005	-3.88	-0.19	0.274	-0.114
O	10.133	6.558	-6.107	0.252	0.022	-0.128
O	15.187	-3.856	-1.463	0.03	0.389	-0.428
O	27.479	-7.417	-3.639	-0.183	0	0.38
O	30.73	-3.918	-1.524	-0.069	0.355	-0.115
O	28.425	-0.782	-6.233	-0.026	0.055	-0.237
O	28.897	-5.247	-2.845	-0.037	-0.108	0.343
O	20.656	1.545	-1.091	0.3	0.523	-0.62
O	29.855	1.383	-5.936	-0.676	0.271	-0.062
O	31.119	-7.123	-5.778	-0.397	0.218	-0.076
O	-9.001	-4.484	-2.877	0.179	0.383	-0.161
O	-29.255	3.928	-5.558	0.03	-0.345	0.088
O	-31.317	3.309	-0.701	0.124	-0.249	-0.066
O	-25.916	4.76	24.987	-0.552	-0.143	-0.285
O	-26.078	-5.967	-1.326	-0.03	0.292	-0.025
O	-28.125	-6.846	-5.91	0.237	-0.009	-0.278
O	-19.126	7.999	-0.617	-0.054	-0.069	-0.65
O	-25.347	-6.625	25.724	0.379	-0.479	-0.063
O	-15.526	-6.936	-6.257	0.441	-0.004	-0.308
O	-29.438	1.751	-1.525	0.003	-0.051	-0.396
O	-24.504	3.165	-3.874	0.57	-0.335	-0.281
O	-25.239	-0.138	22.771	-0.331	0.216	0.319
O	-22.618	6.631	-1.564	0.121	0.376	-0.471
O	-26.184	-4.298	-5.826	-0.451	-0.02	-0.522
O	23.31	-5.536	-5.903	-0.147	-0.406	-0.423
O	-26.776	7.233	24.953	0.044	-0.116	-0.188
O	-22.113	-5.505	-3.72	-0.251	-0.534	-0.015
O	-28.516	-1.024	-2.775	-0.519	-0.178	0.209
O	-11.819	1.268	-4.524	0.048	0.167	0.081
O	-22.391	0.856	-1.603	0.301	0.141	0.11
O	10.389	6.875	-1.113	0.677	0.154	-0.062
O	-8.205	5.133	-4.108	0.141	0.59	0.388
O	-3.322	0.608	-2.743	-0.262	0.139	-0.473
O	-16.94	7.58	-2.963	-0.433	0.293	-0.033
O	-16.012	0.185	-3.618	-0.219	-0.552	-0.454
O	24.327	2.723	-3.217	0.38	0.019	-0.652
O	-17.736	-4.029	-1.818	0.197	-0.201	-0.663
O	-21.097	-4.683	-6.007	-0.17	-0.349	-0.194
O	11.199	-7.776	22.42	0.246	-0.004	0.681
O	-25.274	-2.226	-4.543	-0.332	0.28	0.088
O	-18.48	0.398	-4.154	-0.101	0.298	-0.605
O	-16.879	-2.209	-6.551	0.372	-0.006	0.232
O	-5.849	4.303	-3.353	-0.221	0.063	0.466
O	2.606	-6.835	-3.859	0.319	0.666	-0.147
O	-10.212	3.431	-4.371	-0.118	-0.123	0.544
O	-9.907	-8.127	-6.284	-0.168	0.054	0.249
O	-14.729	7.771	-4.238	-0.214	-0.132	-0.401
O	21.131	3.723	24.988	0.172	0.407	-0.104
O	-10.67	5.792	25.159	0.266	-0.494	-0.198
O	28.134	7.124	-5.404	-0.29	0.237	-0.141
O	-21.263	-0.264	-7.136	0.07	0.615	0.054
O	-6.734	3.776	-5.819	0.351	0.308	-0.125
O	17.77	7.389	-3.184	0.025	-0.253	0.322
O	-11.052	-0.867	-3.297	0.172	-0.403	-0.075
O	-13.554	-0.576	-4.048	-0.273	-0.313	-0.357
O	7.301	4.119	-1.453	0.236	-0.5	-0.319
O	0.615	5.139	-3.324	-0.102	-0.147	-0.715
O	-20.24	-3.383	25.78	-0.414	-0.164	-0.578
O	-12.521	6.446	-1.537	-0.255	0.531	-0.33
O	-8.634	-5.865	22.378	0.057	0.176	-0.406
O	28.153	5.219	25.723	0.212	0.242	-0.202
O	27.28	-5.631	-0.722	0.184	0.683	-0.143
O	-6.615	-4.473	-1.664	0.379	-0.666	-0.268
O	26.424	-5.143	-3.309	-0.408	0.428	-0.402
O	-9.65	-1.013	-1.189	0.158	-0.044	-0.407
O	-23.318	-0.925	-3.397	-0.21	0.1	-0.087
O	-2.743	-0.068	25.235	-0.266	-0.244	0.051
O	9.506	7.002	23.69	-0.013	0.148	0.576
O	7.07	2.975	-6.03	0.077	-0.418	-0.198
O	-9.098	-5.444	-6.225	-0.097	0.071	0.575
O	-16.789	3.169	-5.999	-0.232	0.337	-0.337
O	30.376	-7.744	-3.299	-0.019	0.097	-0.413
O	6.364	-4.869	25.403	0.454	0.66	-0.003
O	-4.349	-5.126	-3.569	-0.157	0.669	0.255
O	-0.912	-2.375	-4.472	0.258	0.087	0.675
O	24.689	0.104	22.206	0.083	0.04	0.408
O	-20.286	-4.12	-2.566	-0.199	0.073	-0.75
O	-4.519	6.513	-3.687	-0.082	0.271	-0.014
O	2.615	-2.297	-0.352	0.098	0.101	-0.684
O	6.8	-6.047	-6.17	0.074	-0.08	-0.378
O	16.015	1.084	-0.92	0.495	0.398	-0.15
O	-30.007	-7.479	-3.441	0.554	0.439	0.04
O	-19.634	5.745	-5.816	-0.192	-0.667	-0.371
O	23.377	-5.846	-3.291	0.321	0.349	0.083
O	-18.437	5.784	25.175	0.009	-0.773	-0.243
O	-31.091	-5.065	-4.221	0.087	0	0.253
O	-0.12	-5.073	-0.337	0.167	0.03	-0.695
O	-2.121	-3.109	-0.358	0.115	0.104	-0.592
O	-5.137	-8.133	22.632	0.483	-0.534	-0.149
O	4.635	-3.626	-1.342	0.139	-0.045	-0.074
O	-20.677	4.771	-1.399	0.339	-0.182	-0.136
O	2.176	-0.988	25.541	0.22	0.085	0.19
O	19.377	-2.397	26.209	-0.173	-0.323	-0.182
O	-8.674	5.162	21.861	0.101	0.048	0.549
O	5.638	5.505	-0.125	-0.171	0.132	0.08
O	-29.587	-5.82	25.931	0.392	0.044	0.178
O	8.378	-8.017	-0.256	-0.074	-0.018	-0.44
O	6.645	-6.332	-1.28	-0.716	0.189	-0.226
O	-2.782	-3.797	-5.732	-0.415	0.433	-0.126
O	-27.908	2.813	25.675	0.1	-0.069	0.207
O	3.734	-3.321	-3.774	-0.523	0.166	0.203
O	9.107	-3.626	-0.883	-0.507	0.459	0.012
O	-5.118	0.368	-0.748	0.434	0.029	0.246
O	18.682	3.024	-0.196	-0.12	-0.267	-0.319
O	13.92	2.724	-0.292	0.023	0.083	-0.243
O	11.984	4.332	-1.061	-0.438	0.364	0.091
O	-28.402	-4.724	-1.517	-0.095	-0.043	-0.223
O	0.575	-0.314	-0.362	-0.166	-0.035	-0.57
O	-12.37	-0.726	23.965	-0.432	-0.14	0.021
O	17.09	-0.644	-6.593	0.136	0.38	0.051
O	10.897	-5.438	-0.192	-0.343	0.048	-0.252
O	-11.225	-5.607	-3.696	-0.11	-0.121	-0.313
O	-12.806	1.746	25.137	-0.19	0.236	-0.18
O	-24.514	2.143	-1.253	-0.371	-0.25	0.037
O	-30.31	3.684	-3.007	0.4	0.433	0.251
O	-22.562	-4.648	-1.276	-0.226	-0.215	-0.317
O	-30.174	1.221	-6.964	0.153	0.204	-0.064
O	32.265	0.614	-0.18	0.558	-0.011	0.327
O	11.978	-6.367	25.908	-0.047	-0.033	-0.669
O	-2.766	2.102	-5.988	-0.667	0.048	-0.234
O	21.509	5.664	-0.249	-0.018	0.002	-0.48
O	19.68	7.192	-1.28	-0.071	-0.268	-0.673
O	16.418	-5.538	-0.056	-0.095	0.016	-0.473
O	3.184	-1.972	-6.005	0.391	0.379	-0.336
O	-3.764	4.62	-1.852	0.387	-0.059	-0.258
O	-1.213	1.38	-1.329	0.145	0.472	-0.002
O	20.369	-0.357	-2.744	0.064	-0.555	-0.152
O	21.85	-0.79	-0.589	-0.348	-0.327	0.19
O	29.008	-7.605	-1.042	0.267	0.106	0.289
O	-14.121	1.702	-2.749	0.031	-0.034	-0.117
O	-15.014	3.816	-4.108	0.21	0.141	-0.283
O	22.962	3.849	-1.302	-0.218	-0.54	-0.094
O	30.848	2.772	-0.786	0.232	0.274	-0.002
O	22.631	-7.129	-1.147	-0.13	-0.444	-0.021
O	-22.73	-3.096	-4.684	0.117	0.14	0.126
O	23.814	7.903	-3.187	-0.311	0.007	-0.387
O	24.001	-2.336	-0.156	0.277	-0.068	-0.672
O	25.365	-4.02	-1.312	0.036	0.238	-0.482
O	24.854	1.742	-0.874	-0.341	0.38	0.048
O	26.818	0.097	-0.227	0.104	-0.018	-0.26
O	1.367	1.311	24.46	-0.172	0.521	-0.267
O	-26.49	-4.126	-3.211	0.526	0.348	0.011
O	25.042	6.699	-1.307	-0.398	0.304	-0.001
O	26.959	5.518	-0.074	-0.095	0.144	-0.49
O	30.788	6.888	-1.313	0.329	-0.012	-0.308
O	29.974	3.474	-3.25	0.006	0.066	-0.15
O	9.65	-4.505	-6.867	-0.525	-0.404	-0.063
O	-19.494	7.997	23.974	-0.217	-0.204	-0.288
O	-18.883	-1.927	-2.999	0.637	0.005	0.1
O	-14.833	-7.56	-1.746	0.173	-0.416	-0.261
O	-17.347	5.108	-4.062	0.075	0.061	-0.297
O	-31.797	-1.1	-1.598	-0.082	-0.244	-0.469
O	3.222	5.351	-2.82	0.079	-0.085	0.072
O	-11.754	0.63	-1.238	-0.361	0.055	-0.205
O	32.479	5.401	-0.191	-0.128	0.109	-0.362
O	-6.806	-5.155	-4.211	-0.218	-0.332	-0.227
O	29.465	4.905	-5.479	-0.101	-0.159	0.189
O	-24.553	-8.068	-0.688	-0.167	0.053	-0.24
O	32.419	-5.59	-0.502	0.061	-0.021	-0.226
O	-31.437	-7.686	-1.254	-0.371	-0.109	-0.251
O	-30.069	-2.834	-0.614	-0.09	0.092	-0.51
O	-18.757	-1.195	25.824	-0.177	0.41	-0.316
O	-10.389	0.965	24.36	0.51	0.207	-0.141
O	9.321	-3.667	23.297	-0.198	-0.561	0.179
O	13.603	2.509	25.294	-0.467	-0.3	0.523
O	-21.69	-7.811	25.478	-0.661	-0.044	0.281
O	-27.54	5.553	-0.566	-0.323	-0.27	-0.195
O	-25.771	4.241	-1.789	-0.19	0.112	-0.459
O	-15.06	-3.805	23.875	0.36	0.147	-0.001
O	-7.718	2.59	-3.673	0.192	-0.286	-0.532
O	14.351	6.666	23.363	-0.151	-0.242	0.066
O	13.178	7.693	25.528	-0.201	-0.044	-0.451
O	9.841	-2.069	-5.983	-0.099	0.249	0.602
O	-7.959	-2.759	-0.33	-0.024	0.055	-0.348
O	-21.565	-1.524	-1.378	-0.467	-0.145	-0.262
O	-19.408	-2.655	-0.539	0.45	-0.076	0.272
O	-30.498	-3.568	24.647	0.101	0.043	-0.088
O	-19.121	2.746	-0.651	-0.186	-0.188	-0.326
O	-3.715	7.529	-5.976	-0.038	0.214	-0.062
O	-25.9	-4.656	24.078	0.631	0.193	0.322
O	-28.056	1.751	23.268	-0.255	-0.479	0.382
O	-27.582	-6.508	-3.348	-0.206	-0.248	0.083
O	-12.952	5.97	-4.06	-0.371	-0.31	-0.6
O	5.346	0.257	-0.29	0.057	0.295	-0.268
O	-1.613	-6.917	23.514	0.337	-0.014	-0.198
O	6.999	-7.123	-3.812	-0.361	-0.236	0.269
O	6.803	7.627	-5.939	0.095	0.012	0.474
O	-15.448	6.285	25.825	-0.156	-0.079	-0.161
O	-13.384	2.494	-0.204	-0.065	0.021	-0.083
O	12.425	-7.432	-0.94	-0.071	-0.286	0.165
O	-17.922	5.83	-1.519	-0.168	-0.508	0.094
O	-10.587	5.642	-3.116	0.29	0.39	0.295
O	16.909	-1.796	23.078	0.286	0.019	0.392
O	22.173	1.762	-5.719	0.385	-0.188	0.13
O	24.266	-5.572	25.095	-0.063	-0.241	0.254
O	-16.172	-5.627	-0.623	0.129	0.148	-0.486
O	-13.249	-2.788	-0.723	0.196	-0.16	-0.68
O	-11.228	-4.491	-1.38	-0.147	-0.275	-0.39
O	-9.582	1.214	-2.55	-0.23	0.136	-0.428
O	-5.67	-0.536	-3.156	-0.328	0.145	-0.039
O	-8.951	3.573	-1.472	-0.309	0.109	-0.521
O	1.605	3.731	-1.49	-0.113	0.108	-0.173
O	17.221	6.816	-5.77	0.467	-0.325	0.366
O	-7.806	7.903	-0.683	0.208	-0.056	-0.136
O	-5.619	5.853	-0.608	-0.073	-0.111	-0.484
O	21.091	-0.481	25.865	-0.39	-0.028	-0.212
O	-1.893	5.986	-7.15	-0.336	-0.179	-0.184
O	10.618	5.179	-3.099	-0.235	-0.301	-0.24
O	27.944	-5.954	25.444	-0.227	-0.354	-0.16
O	-2.966	-5.643	25.327	0.425	-0.343	0.113
O	-7.295	1.598	-1.324	0.054	-0.206	-0.163
O	9.476	4.012	-5.987	0.185	-0.227	-0.184
O	16.414	-5.36	-6.413	-0.179	0.061	-0.358
O	-30.938	2.075	-4.773	-0.325	-0.162	0.117
O	-27.033	-0.317	-6.116	0.475	-0.653	0.149
O	30.424	-2.895	-6.488	-0.272	-0.202	0.049
O	-2.357	8.173	-0.558	-0.046	-0.122	-0.365
O	25.696	4.95	24.745	0.101	0.056	0.609
O	-5.407	-2.16	-5.224	0.345	-0.206	0.349
O	-4.67	3.775	22.999	0.171	0.329	0.419
O	4.787	-6.77	24.865	-0.3	-0.005	-0.213
O	-11.949	-5.863	-6.289	0.066	-0.309	-0.328
O	23.114	-1.486	23.366	-0.05	0.423	0.508
O	-30.347	-1.43	23.056	0.596	0.233	0.223
O	15.522	-4.924	-4.054	0.176	0.495	-0.297
O	0.855	-1.031	23.309	-0.398	-0.019	0.361
O	4.478	3.187	-5.632	-0.036	-0.321	0.164
O	-29.906	-0.558	-4.994	-0.44	0.016	-0.426
O	0.978	-5.829	25.434	-0.259	0.134	-0.515
O	-13.81	-5.632	-4.591	0.062	0.354	0.255
O	-26.266	4.816	-4.805	-0.5	-0.12	0.181
O	30.684	0.328	23.105	0.387	-0.253	-0.002
O	31.502	3.279	-5.325	0.348	-0.035	0.179
O	19.883	1.654	-4.312	-0.341	0.112	-0.082
O	-24.437	-2.952	-0.543	-0.08	-0.075	-0.444
O	-23.081	4.137	-2.004	0.083	-0.231	-0.012
O	25.784	-4.276	23.248	0.512	0.325	0.705
O	31.767	-3.456	24.798	0.607	0.39	-0.107
O	-28.436	1.508	-4.888	-0.109	0.551	0.116
O	25.996	-1.844	26.17	-0.216	-0.571	-0.758
O	9.329	4.703	25.058	-0.223	-0.52	-0.364
O	-7.296	-2.614	-3.455	-0.447	0.148	0.255
O	8.773	2.226	-4.108	0.181	0.119	0.008
O	-10.776	-7.274	22.604	-0.524	-0.193	-0.026
O	-12.679	3.926	-2.66	0.249	-0.132	-0.296
O	12.028	-0.699	-6.484	0.107	0.399	-0.311
O	-16.134	-6.412	-3.75	-0.528	0.356	0.331
O	23.378	6.474	24.581	-0.103	0.156	0.428
O	-1.8	-4.594	-3.415	0.241	0.338	0.209
O	-11.517	6.34	22.7	0.256	0.179	0.112
O	4.9	-4.065	-5.928	0.071	0.073	-0.201

Results
total energy: -406606.642 eV
total energy less fixed offsets of O -438.25, Si -107.07 eV per atom: 6.158 eV
